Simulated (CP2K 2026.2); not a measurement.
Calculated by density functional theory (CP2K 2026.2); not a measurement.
Periodic cell of 1182 atoms, Si850O332, from a study of silicon, its oxide and their interface. The atomic structure is a simulated model.
Doubt: the forces sum to 6.77 eV/angstrom along one axis rather than to zero, so they err by at least 0.0057 eV/angstrom per atom on average; the grid cutoff is modest.

Settings: functional PBE; method Gaussian and plane waves; basis set DZVP-MOLOPT-SR-GTH; pseudopotentials GTH-PBE; grid cutoff 350 Ry, relative cutoff 50 Ry; k points Gamma only; occupations fixed; spin none; net charge 0.

Cell vectors (angstrom)
a 16.4025 0 0
b 0 32.805 0
c 0 0 40.0166

Atoms: element, x, y, z (angstrom)
Si 16.2971 0.5776 39.7713
Si 2.578 2.7319 40.0023
Si 0.5315 5.1612 39.7324
Si 2.7455 8.5449 0.2188
Si 0.2453 10.4146 39.7539
Si 3.1091 13.4729 0.1365
Si 16.0239 16.5758 39.8515
Si 2.7856 19.4986 39.7729
Si 0.396 21.6442 39.663
Si 2.746 24.8411 39.8212
Si 15.7729 27.8893 0.1375
Si 2.6584 30.1141 39.6822
Si 5.8276 32.6066 39.9201
Si 8.0367 2.8621 39.9584
Si 5.7599 4.985 39.971
Si 8.3826 7.8308 39.7776
Si 5.3046 11.2804 0.3807
Si 7.8162 13.9461 0.3742
Si 5.6587 16.0974 0.318
Si 7.9915 19.3702 40.0144
Si 5.825 21.651 39.7189
Si 8.4284 25.039 39.9268
Si 6.0767 27.1325 0.0015
Si 8.2603 30.4855 39.9335
Si 11.6079 32.4436 0.2028
Si 13.8767 2.599 39.879
Si 10.5868 5.6146 40.0093
Si 13.4816 8.4895 39.9294
Si 11.2325 10.7151 39.7322
Si 13.7504 13.8575 0.0843
Si 11.5853 16.0989 39.7422
Si 13.8276 18.8655 39.5598
Si 10.867 22.0751 39.6507
Si 13.6909 24.8768 0.5349
Si 11.6276 27.1869 0.2331
Si 13.7574 30.2537 0.4743
Si 1.3119 1.4646 1.4526
Si 4.2142 3.8923 1.3207
Si 1.5038 6.7773 1.2376
Si 4.1458 9.6936 1.6419
Si 1.3029 12.2836 1.146
Si 4.1282 14.9634 1.6308
Si 1.4489 17.7914 0.9784
Si 4.2135 20.66 1.2282
Si 1.4393 23.3242 1.1197
Si 4.263 26.0615 1.1692
Si 1.3791 28.7678 1.1775
Si 4.0275 31.5408 1.0933
Si 6.8858 1.3529 1.3401
Si 9.4964 4.0864 1.3888
Si 6.8528 6.7269 1.2265
Si 9.5458 9.5709 1.0373
Si 6.7532 12.4544 1.7749
Si 9.72 15.1154 1.1405
Si 6.8553 17.8401 1.4091
Si 9.657 20.6095 1.1403
Si 7.0876 23.278 1.0623
Si 9.7963 26.1775 1.4295
Si 7.1067 28.8135 1.2792
Si 9.7767 31.4992 1.4078
Si 12.5241 1.4113 1.4307
Si 15.1326 4.2139 1.089
Si 12.2912 6.8294 1.1616
Si 15.0876 9.5114 1.3246
Si 12.3947 12.2451 1.1851
Si 15.0443 15.186 1.4737
Si 12.4315 17.7821 1.1661
Si 15.0967 20.4923 0.9557
Si 12.2507 23.2474 1.2982
Si 15.0883 26.2349 1.7117
Si 12.4401 28.8193 1.7089
Si 15.319 31.6919 1.366
Si 16.3825 2.8827 2.7094
Si 2.7614 0.0403 2.6494
Si 0.0339 8.1057 2.6384
Si 2.8681 5.4265 2.6329
Si 0.0363 13.6968 2.6224
Si 2.6444 11.0414 2.7849
Si 0.0691 19.1698 2.4614
Si 2.6842 16.4856 2.6007
Si 0.1183 24.6486 2.6535
Si 2.824 22.0098 2.5621
Si 0.1733 30.1923 2.6805
Si 2.8147 27.3889 2.5459
Si 5.5161 2.6351 2.7588
Si 8.3267 0.0639 2.6909
Si 5.5462 8.1547 2.6855
Si 8.174 5.4618 2.7363
Si 5.426 13.7493 3.093
Si 8.2602 10.9149 2.642
Si 5.4573 19.2197 2.6705
Si 8.3547 16.4789 2.6417
Si 5.6149 24.6116 2.5026
Si 8.3138 21.9277 2.5881
Si 5.4953 30.1395 2.5305
Si 8.3734 27.485 2.7594
Si 10.9835 2.7394 2.6632
Si 13.869 0.101 2.811
Si 10.9237 8.2276 2.5562
Si 13.7202 5.5095 2.5262
Si 10.9942 13.6648 2.5569
Si 13.7466 10.9575 2.6368
Si 11.0039 19.1791 2.4937
Si 13.6733 16.523 2.7383
Si 10.9986 24.6369 2.7347
Si 13.7288 21.8338 2.4927
Si 10.9575 30.1269 2.8875
Si 13.7263 27.4759 3.0647
Si 1.4367 4.1629 4.0541
Si 4.1086 1.339 4.0942
Si 1.3353 9.5391 4.0513
Si 4.1606 6.8208 4.0462
Si 1.3778 15.0861 4.0047
Si 4.0189 12.3152 4.2417
Si 1.4208 20.5674 3.8907
Si 4.0728 17.8334 3.9964
Si 1.4939 26.0225 3.994
Si 4.2163 23.3232 3.9614
Si 1.4892 31.5024 4.1059
Si 4.1658 28.7538 3.9528
Si 6.8338 4.0769 4.0994
Si 9.6492 1.4119 4.0932
Si 6.9065 9.5468 4.0291
Si 9.5917 6.8702 4.022
Si 6.9592 15.1697 4.12
Si 9.6359 12.314 3.9814
Si 6.8954 20.5773 3.9745
Si 9.6762 17.8715 3.9891
Si 6.9232 26.0103 3.9604
Si 9.6003 23.2762 4.0524
Si 6.8733 31.4758 3.9906
Si 9.629 28.7671 4.2412
Si 12.3657 4.1502 3.9643
Si 15.1335 1.5044 4.1757
Si 12.3241 9.5843 3.967
Si 15.0323 6.8106 4.0106
Si 12.3123 15.054 4.0046
Si 15.0743 12.3472 4.0186
Si 12.3754 20.5063 3.9238
Si 15.1177 17.8825 3.9968
Si 12.3339 25.9707 4.184
Si 15.0837 23.2317 3.9265
Si 12.4148 31.52 4.1213
Si 15.1968 28.8839 4.1717
Si 16.3838 32.8042 16.326
Si 2.7277 2.7556 16.3133
Si 0.0001 5.4933 16.3132
Si 2.7291 8.226 16.3126
Si 16.3954 10.9542 16.3364
Si 2.7291 13.6918 16.3334
Si 16.3799 16.4188 16.3538
Si 2.7123 19.1501 16.3628
Si 16.3791 21.8738 16.3683
Si 2.7058 24.5939 16.3571
Si 16.3804 27.329 16.3619
Si 2.7006 30.0505 16.3553
Si 5.4457 32.7869 16.3346
Si 8.1931 2.7265 16.3194
Si 5.4572 5.4901 16.3129
Si 8.1829 8.2292 16.3077
Si 5.4575 10.9619 16.3078
Si 8.1734 13.6866 16.333
Si 5.4554 16.4208 16.3491
Si 8.181 19.1407 16.3684
Si 5.4397 21.8731 16.3637
Si 8.1712 24.5943 16.36
Si 5.4378 27.3142 16.3485
Si 8.1861 30.0454 16.3278
Si 10.9259 32.7933 16.3179
Si 13.675 2.7437 16.3069
Si 10.9308 5.4787 16.306
Si 13.6575 8.2255 16.3241
Si 10.9092 10.96 16.3289
Si 13.636 13.6836 16.3473
Si 10.9003 16.4144 16.3516
Si 13.6423 19.1472 16.3583
Si 10.9167 21.8707 16.3768
Si 13.652 24.5963 16.3735
Si 10.9175 27.3231 16.3474
Si 13.6478 30.0642 16.335
Si 1.3455 1.3927 17.6619
Si 4.091 4.1233 17.6791
Si 1.3652 6.8572 17.6797
Si 4.1038 9.5866 17.6693
Si 1.3689 12.3163 17.6982
Si 4.0947 15.045 17.7149
Si 1.3413 17.7815 17.7291
Si 4.0655 20.5204 17.741
Si 1.3368 23.2421 17.7394
Si 4.0555 25.9629 17.7275
Si 1.3275 28.6953 17.7444
Si 4.0633 31.4272 17.7061
Si 6.8222 1.3506 17.6805
Si 9.5752 4.0943 17.6614
Si 6.8161 6.864 17.6719
Si 9.5335 9.591 17.6843
Si 6.8086 12.3137 17.6963
Si 9.521 15.0478 17.7165
Si 6.8076 17.7776 17.7414
Si 9.5396 20.5049 17.747
Si 6.7811 23.2517 17.739
Si 9.5391 25.9624 17.7178
Si 6.8147 28.6769 17.6954
Si 9.5482 31.4208 17.6776
Si 12.3091 1.3623 17.6542
Si 15.0348 4.1202 17.6682
Si 12.2847 6.8483 17.6734
Si 15.021 9.5829 17.6989
Si 12.2559 12.3198 17.7164
Si 15.0001 15.0481 17.7133
Si 12.2576 17.786 17.7181
Si 15.0006 20.5117 17.7346
Si 12.2766 23.2395 17.7552
Si 15.0163 25.966 17.7409
Si 12.2782 28.6991 17.7054
Si 15.0101 31.4363 17.6945
Si 0.0037 2.7678 19.0375
Si 2.6758 0.0171 19.0342
Si 16.3947 8.206 19.0526
Si 2.7341 5.498 19.0497
Si 16.3761 13.6632 19.0561
Si 2.7621 10.95 19.0459
Si 16.3642 19.1446 19.0969
Si 2.7118 16.3964 19.0784
Si 16.3698 24.5934 19.1238
Si 2.6984 21.89 19.1207
Si 16.34 30.0704 19.0929
Si 2.6696 27.2939 19.1106
Si 5.4466 2.7268 19.0209
Si 8.1747 32.7692 19.0445
Si 5.4516 8.2255 19.0532
Si 8.1933 5.4708 18.9899
Si 5.4629 13.6754 19.0867
Si 8.1452 10.9259 19.0667
Si 5.4236 19.1422 19.1014
Si 8.159 16.3924 19.1167
Si 5.3964 24.6076 19.1239
Si 8.1509 21.8794 19.0892
Si 5.427 30.0275 19.0455
Si 8.1507 27.3036 19.0845
Si 10.9474 2.7154 19.0159
Si 13.6508 0.011 19.049
Si 10.8929 8.2021 19.0267
Si 13.6522 5.4714 19.0269
Si 10.8463 13.656 19.0892
Si 13.6307 10.9366 19.0597
Si 10.8956 19.1253 19.1234
Si 13.5993 16.3978 19.0719
Si 10.8951 24.6153 19.1087
Si 13.633 21.858 19.1286
Si 10.8914 30.0554 19.0583
Si 13.6377 27.343 19.0872
Si 1.3713 4.1309 20.4171
Si 4.0457 1.3863 20.383
Si 1.3869 9.5842 20.3847
Si 4.0998 6.8599 20.4294
Si 1.3582 15.0003 20.4245
Si 4.1339 12.2806 20.4491
Si 1.321 20.5219 20.4705
Si 4.0672 17.7516 20.4633
Si 1.3068 25.9447 20.5384
Si 4.0029 23.2878 20.5281
Si 1.2685 31.512 20.413
Si 4.0714 28.6573 20.4236
Si 6.8533 4.0861 20.3356
Si 9.5982 1.3189 20.3617
Si 6.8084 9.558 20.4635
Si 9.5257 6.825 20.3782
Si 6.806 15.0144 20.5079
Si 9.4476 12.3033 20.464
Si 6.7624 20.543 20.456
Si 9.5198 17.749 20.4981
Si 6.773 25.9605 20.4872
Si 9.4996 23.2513 20.4583
Si 6.7793 31.4006 20.4025
Si 9.5119 28.6867 20.4257
Si 12.2912 4.0955 20.3878
Si 15.0118 1.4207 20.3864
Si 12.2348 9.5668 20.3988
Si 15.0177 6.8206 20.405
Si 12.2042 15.038 20.433
Si 15.0067 12.2947 20.4215
Si 12.2553 20.4921 20.5112
Si 14.9802 17.7525 20.4266
Si 12.2648 26.0016 20.4616
Si 15.0074 23.2272 20.4963
Si 12.2656 31.4381 20.3941
Si 14.9788 28.6977 20.4862
Si 16.3279 0.1056 21.8162
Si 2.7458 2.7822 21.7959
Si 16.3806 5.4634 21.801
Si 2.7421 8.2565 21.7959
Si 0.0431 10.9521 21.7461
Si 2.7264 13.6166 21.7849
Si 16.3434 16.3468 21.745
Si 2.6847 19.1287 21.7985
Si 16.3981 21.8874 21.8902
Si 2.6173 24.5813 22.0144
Si 16.3126 27.3145 21.8896
Si 2.6691 30.0951 21.6452
Si 5.377 32.7803 21.7136
Si 8.2563 2.7222 21.6585
Si 5.5135 5.4453 21.703
Si 8.1201 8.0865 21.7934
Si 5.5372 10.9879 21.8843
Si 8.1037 13.6191 21.9587
Si 5.4107 16.3791 21.8517
Si 8.125 19.1725 21.7905
Si 5.42 21.9371 21.8426
Si 8.1298 24.586 21.8625
Si 5.3765 27.2808 21.8736
Si 8.0867 29.9876 21.7886
Si 10.9159 32.7699 21.7873
Si 13.6909 2.7913 21.7797
Si 10.8744 5.4313 21.7188
Si 13.6107 8.1844 21.7232
Si 10.7893 10.869 21.7525
Si 13.5715 13.6455 21.7374
Si 10.8142 16.2966 21.8911
Si 13.6367 19.0771 21.8486
Si 10.8518 21.9058 21.8299
Si 13.6154 24.6168 21.8238
Si 10.9103 27.3914 21.8263
Si 13.5957 30.1072 21.8168
Si 1.2938 1.5304 23.1728
Si 4.2482 4.0949 23.1164
Si 1.3581 6.8626 23.1386
Si 4.2007 9.5696 23.194
Si 1.44 12.2336 23.1854
Si 4.085 14.911 23.1961
Si 1.3174 17.701 23.1222
Si 4.007 20.5749 23.1569
Si 1.2069 23.22 23.4555
Si 4.0123 25.9837 23.3547
Si 1.3454 28.7951 23.0618
Si 3.9243 31.4509 23.0689
Si 6.8703 1.3348 22.9264
Si 9.5669 4.0315 23.1379
Si 6.8732 6.6121 23.2013
Si 9.4244 9.4858 23.1386
Si 6.7934 12.3063 23.4879
Si 9.4185 14.9594 23.3943
Si 6.7663 17.8141 23.1576
Si 9.4284 20.5754 23.1613
Si 6.7343 23.2777 23.3313
Si 9.5433 25.9833 23.1586
Si 6.6798 28.6879 23.2292
Si 9.5156 31.3132 23.0976
Si 12.3484 1.3632 23.0827
Si 15.0211 4.1339 23.2587
Si 12.2123 6.81 23.0823
Si 15.0232 9.5756 22.9993
Si 12.0799 12.3356 23.0496
Si 14.9941 14.9354 23.1226
Si 12.2179 17.6841 23.1717
Si 15.0398 20.4746 23.183
Si 12.2434 23.2653 23.1768
Si 14.9279 25.9214 23.3056
Si 12.2385 28.7869 23.2558
Si 14.8967 31.5441 23.1783
Si 0.0305 2.8899 24.7585
Si 2.5481 0.0214 24.4502
Si 16.282 8.2399 24.5075
Si 2.9327 5.55 24.4031
Si 16.3721 13.507 24.4835
Si 2.8898 10.95 24.6143
Si 0.0055 19.0711 24.5335
Si 2.6616 16.2485 24.4236
Si 16.1153 24.5381 24.905
Si 2.6838 21.7949 24.7317
Si 16.3654 30.1838 24.3325
Si 2.5991 27.4724 24.5315
Si 5.6701 2.6531 24.3858
Si 8.1493 32.7527 24.2739
Si 5.5686 8.0615 24.4601
Si 8.1552 5.152 24.7021
Si 5.2501 13.7236 24.9167
Si 8.2606 10.7607 24.7435
Si 5.3759 19.2047 24.4372
Si 7.9434 16.4428 24.641
Si 5.3112 24.6061 24.8555
Si 8.1459 21.8775 24.6998
Si 5.2116 30.1174 24.4911
Si 8.1061 27.2686 24.5099
Si 11.0628 2.7055 24.4529
Si 13.4767 0.0225 24.6549
Si 10.7151 8.0472 24.4336
Si 13.6001 5.5645 24.522
Si 10.8301 13.4953 24.7601
Si 13.4682 10.8743 24.1226
Si 10.7548 19.1051 24.3561
Si 13.5908 16.256 24.5252
Si 10.9613 24.6904 24.5891
Si 13.5746 21.8091 24.4254
Si 10.7905 30.0796 24.6732
Si 13.5759 27.3806 24.6166
Si 1.3491 4.6016 25.7783
Si 4.2686 1.1992 25.4958
Si 1.6372 9.3176 25.6844
Si 3.9767 7.11 25.9118
Si 1.0685 15.1314 25.8643
Si 3.831 12.3626 26.4585
Si 1.7505 19.9333 25.9236
Si 3.9661 17.7542 25.5965
Si 1.0275 26.3451 25.8557
Si 4.1475 22.9456 26.2965
Si 0.6395 32.0318 25.6662
Si 3.7906 28.9427 26.0482
Si 7.3561 3.1865 26.1361
Si 9.6662 1.2051 25.5168
Si 6.8766 9.2431 25.9671
Si 9.7824 6.3538 25.9077
Si 6.2108 15.5927 26.0878
Si 9.9688 11.6751 26.1814
Si 6.429 20.7292 25.9535
Si 9.5011 17.7677 25.7859
Si 7.0866 25.7366 26.0391
Si 9.3812 23.5561 25.9292
Si 6.4451 31.7604 25.5506
Si 9.6581 28.3495 25.8668
Si 12.2077 4.2722 25.9154
Si 15.7115 1.1013 26.3746
Si 12.1251 9.5498 25.4777
Si 14.3685 7.4441 25.8145
Si 12.6086 14.5574 25.9333
Si 14.6673 12.235 25.5529
Si 12.2357 20.3303 25.6406
Si 15.2336 17.4467 25.7847
Si 12.0491 26.2575 26.0997
Si 14.352 23.0131 26.2793
Si 11.8072 31.809 25.9684
Si 15.2903 28.5836 25.673
Si 1.5751 31.5715 30.6502
Si 15.8813 4.2161 29.6292
Si 3.8231 2.8088 30.4822
Si 13.5888 18.5575 27.7554
Si 15.2665 11.3209 28.2822
Si 1.294 13.3903 28.1811
Si 13.8283 19.6465 30.5388
Si 16.2415 21.1801 33.6917
Si 0.4816 22.2906 30.7029
Si 2.3286 23.4831 28.8747
Si 8.4696 32.4716 32.9356
Si 6.8726 32.0013 28.4713
Si 6.5321 2.1476 28.9902
Si 3.312 3.2687 27.7584
Si 7.9111 7.1221 28.1662
Si 0.8849 9.2059 28.6441
Si 4.5443 15.7055 30.9626
Si 11.3652 16.4254 27.7504
Si 10.4643 26.9704 30.7304
Si 7.7643 18.9414 28.1537
Si 2.753 26.3435 28.6046
Si 9.2792 28.7071 28.764
Si 14.7998 27.641 33.4745
Si 5.1917 5.796 28.4524
Si 11.3891 6.106 30.8165
Si 12.8644 11.9015 30.1876
Si 8.7852 11.1473 29.012
Si 9.4763 16.1818 30.3053
Si 11.5605 22.4248 27.6962
Si 11.069 23.2098 33.2042
Si 12.8525 26.2255 29.1763
Si 9.1496 19.302 30.852
Si 15.8578 30.3722 27.9009
Si 3.3553 2.0438 35.2335
Si 15.3102 8.6548 33.1098
Si 14.731 15.454 35.7214
Si 3.8165 8.1309 32.9187
Si 1.1996 13.4879 31.219
Si 13.2528 17.1672 32.0527
Si 1.5699 16.1895 32.099
Si 5.5322 23.9535 35.0076
Si 0.8452 26.6642 32.356
Si 11.9181 1.1802 30.1981
Si 8.7559 0.6406 30.067
Si 9.8468 4.8445 33.1841
Si 5.6595 10.8261 28.2119
Si 7.1351 11.8595 38.3001
Si 5.882 17.0496 33.2923
Si 7.3558 19.7979 33.4255
Si 12.3293 27.7781 37.3467
Si 6.6532 29.553 30.0387
Si 13.2431 31.4973 28.8148
Si 12.785 3.969 29.0179
Si 2.0432 29.295 28.7574
Si 10.2312 1.8888 33.8707
Si 16.3199 6.4209 27.6482
Si 15.232 11.7114 32.2709
Si 11.4975 21.4125 30.7133
Si 0.2151 21.6576 27.9673
Si 13.2677 25.1821 33.3355
Si 2.9399 25.4181 34.1058
Si 15.1677 24.9109 30.9593
Si 5.5623 27.3126 28.0742
Si 15.7184 0.923 32.6123
Si 1.1964 7.151 34.185
Si 4.5608 5.3702 31.4754
Si 2.3273 14.0612 37.2967
Si 11.8679 18.4698 34.287
Si 15.9553 14.0217 37.9871
Si 2.5236 27.8297 36.1558
Si 11.9584 14.5699 31.2928
Si 2.3776 0.9205 32.5623
Si 0.1637 29.4513 32.3048
Si 5.6186 0.5824 36.8182
Si 4.7903 28.6099 37.8235
Si 7.343 6.163 34.583
Si 7.5218 1.6522 34.9313
Si 3.9227 12.7121 31.7263
Si 3.5742 9.9917 30.2597
Si 1.3298 16.3388 35.195
Si 6.7411 16.0583 28.9491
Si 8.65 24.4909 34.7721
Si 9.4899 19.5432 35.4987
Si 7.2147 29.6799 33.055
Si 13.7236 29.522 35.5489
Si 12.9327 2.1311 32.9498
Si 16.0593 31.2198 34.6728
Si 9.586 8.4658 30.0823
Si 13.458 5.1283 32.77
Si 10.2801 10.8323 31.4558
Si 3.7152 18.1478 35.2343
Si 13.3835 13.4473 33.8432
Si 10.9137 29.1386 35.216
Si 12.0071 16.6028 36.7088
Si 12.0165 29.0137 29.739
Si 15.3747 23.7799 38.071
Si 16.1565 6.0809 31.9416
Si 2.1206 0.935 37.5668
Si 15.268 8.8808 37.5653
Si 4.1767 6.9154 38.108
Si 6.0643 11.7596 33.8527
Si 5.0709 12.9804 36.3208
Si 4.9012 17.828 38.0164
Si 9.4203 15.0357 36.5403
Si 4.1693 23.1503 37.4396
Si 2.3208 22.5221 34.9765
Si 1.8614 30.8782 36.845
Si 6.192 30.6264 35.7764
Si 6.8965 7.7919 36.9149
Si 10.0141 1.1995 37.9534
Si 6.4951 8.9387 34.2788
Si 11.789 3.6737 37.7279
Si 7.0031 14.435 34.6208
Si 9.7479 11.9829 37.126
Si 8.1214 17.6641 37.5941
Si 4.7101 21.0533 34.2886
Si 9.1358 31.1145 36.9986
Si 9.9656 24.1217 37.543
Si 5.4577 3.9608 34.0135
Si 9.1365 27.3102 33.4685
Si 12.1447 5.7362 35.2819
Si 1.089 6.7065 37.1259
Si 13.0983 8.6808 35.2107
Si 11.3333 11.2621 34.5263
Si 15.9188 18.4899 32.3685
Si 13.198 21.1892 34.595
Si 12.1124 20.3656 37.3529
Si 12.9828 24.8616 36.5208
Si 16.2604 1.1677 29.6446
Si 0.6525 26.2651 37.9862
O 0.6936 0.5328 38.3002
O 0.6423 31.4817 35.9383
O 1.6033 3.9304 39.4058
O 2.9826 1.7263 38.7311
O 0.2924 5.7242 38.167
O 11.9611 9.8158 34.9401
O 3.9853 8.0895 39.225
O 1.6213 9.4991 39.4535
O 13.8828 14.8844 34.4417
O 0.9428 13.2208 37.6255
O 4.1222 12.2214 39.6952
O 2.8795 14.4245 38.7898
O 16.3651 15.5032 38.6113
O 14.9824 17.7081 39.1885
O 4.2876 17.4664 36.576
O 3.9391 19.0332 38.629
O 1.5981 20.5455 39.1491
O 16.1021 22.3247 38.294
O 3.3708 23.9802 38.5724
O 5.497 22.3053 34.9934
O 3.7597 27.5424 37.166
O 15.8909 27.12 38.7126
O 2.4016 29.4942 36.042
O 2.7562 32.2733 37.0679
O 1.1713 6.2599 35.5477
O 5.9791 27.7746 38.508
O 8.8099 1.9311 38.8073
O 6.9187 3.9421 39.273
O 5.3188 7.3878 37.0613
O 4.7456 5.5266 38.7675
O 9.577 6.7504 39.3279
O 7.6156 8.1502 38.3206
O 6.3631 10.7234 39.2044
O 6.9 10.3721 33.5827
O 8.2343 11.3323 37.2254
O 8.0912 12.8126 39.2219
O 4.7455 16.5869 39.0439
O 6.5209 17.9895 37.7566
O 8.4626 14.7046 35.2625
O 8.78 18.4228 38.884
O 5.1472 22.1077 38.2528
O 6.93 20.4619 39.29
O 9.3439 25.2642 38.5343
O 7.0141 25.8308 39.6435
O 5.4363 29.5186 36.666
O 4.0164 29.4602 38.9827
O 9.0993 30.3909 38.4761
O 6.9697 31.4576 39.5582
O 11.0923 0.4563 38.9089
O 12.6694 31.2525 39.6228
O 13.136 3.1292 38.4874
O 14.9776 1.4751 39.3596
O 10.9773 4.6064 38.7793
O 12.175 4.6859 36.5104
O 14.4024 7.9692 38.6355
O 13.449 5.4404 34.3607
O 10.7222 11.3618 38.2857
O 12.3766 9.5762 39.2852
O 12.5171 12.3847 34.7358
O 14.9064 13.2812 39.004
O 10.8591 15.6406 36.0115
O 12.6411 14.8571 39.3476
O 11.9538 21.3509 38.6443
O 13.0895 21.0292 36.2127
O 9.8835 22.8123 38.5281
O 11.4339 16.8086 38.2321
O 14.8471 24.2466 39.5399
O 11.4594 24.3685 36.9064
O 11.5405 27.9256 38.7637
O 12.6138 25.9189 39.8158
O 1.1553 27.193 36.7476
O 14.6943 29.0944 39.7029
O 1.0901 0.0637 29.7548
O 0.1889 5.3674 30.5627
O 5.2415 32.7909 26.0503
O 3.8244 2.0702 26.8112
O 15.9276 10.0345 29.088
O 1.1864 9.8434 27.183
O 2.9352 2.5224 29.1546
O 2.7897 8.2067 26.0883
O 0.0794 16.4101 25.7862
O 12.9416 18.3652 31.0104
O 16.2663 12.6209 28.3412
O 2.354 12.7039 27.1314
O 1.0516 23.0763 27.9095
O 1.0705 20.4246 27.3437
O 2.8854 18.7669 26.4317
O 5.0121 16.746 26.47
O 2.0124 26.0968 27.1737
O 16.3044 27.4616 26.3905
O 3.6327 23.2217 27.8979
O 4.3723 26.2972 28.5104
O 2.8 29.4688 27.2999
O 0.6124 31.2757 27.1637
O 5.0616 28.2029 26.8018
O 5.9538 28.2468 29.3602
O 6.6609 3.105 27.6628
O 5.419 2.697 30.0757
O 6.078 0.6243 28.5777
O 10.6454 0.1574 26.42
O 5.7511 10.207 26.7006
O 4.7935 12.1683 27.8249
O 9.2982 6.6608 27.464
O 6.7928 5.9332 28.114
O 6.91 15.2011 27.5598
O 13.7529 13.4005 26.3071
O 10.6555 16.6921 26.303
O 6.916 17.6412 28.6123
O 6.8223 19.9932 27.3708
O 8.9906 18.5276 27.1609
O 9.3716 12.0015 27.7364
O 6.7971 26.4128 27.5287
O 8.3528 19.6565 29.4823
O 10.1952 23.2468 27.3409
O 8.198 24.5847 26.4436
O 6.0677 30.9478 29.4295
O 7.0348 31.2941 27.0212
O 10.8227 27.3155 26.4565
O 8.7613 28.7405 27.2245
O 10.9945 5.3087 26.2812
O 12.9141 3.9281 27.3913
O 15.7225 1.1857 28.08
O 14.1309 0.9496 25.9299
O 9.1888 11.7144 30.5386
O 11.2364 10.5937 26.4636
O 13.1781 8.541 26.2892
O 14.8428 7.0063 27.331
O 12.229 15.0762 27.4717
O 13.8758 11.6367 31.4153
O 13.7536 11.6055 28.8579
O 15.084 11.081 26.679
O 11.5324 22.1778 29.2947
O 11.4227 20.9961 26.9178
O 13.3265 19.2997 26.3261
O 16.296 19.5323 33.585
O 12.6492 25.8234 27.6033
O 14.1368 25.4433 29.81
O 15.9125 23.5755 30.4616
O 15.2567 21.9163 27.1301
O 0.4019 29.3376 28.736
O 12.5448 31.2791 27.3613
O 14.8248 29.5262 26.9625
O 5.3906 32.0225 35.9555
O 1.9792 3.92 27.141
O 0.6522 6.0745 26.2174
O 3.4056 1.7643 31.6355
O 0.1853 2.7704 29.902
O 4.4411 6.9074 27.511
O 2.4952 8.071 33.8609
O 3.7457 9.1183 31.6245
O 1.8335 13.5143 29.7122
O 0.6839 7.57 28.5576
O 13.8909 19.655 28.918
O 13.0479 15.7925 31.2069
O 12.305 17.6693 28.2001
O 0.0442 12.3631 31.4114
O 0.8535 17.6558 31.9228
O 0.3245 21.7951 32.2443
O 16.3672 21.2515 29.5419
O 14.9018 17.6532 27.4115
O 2.0577 22.6261 30.2849
O 4.494 24.8359 34.0402
O 8.411 30.8324 33.0357
O 11.2862 28.375 31.0696
O 10.3506 0.7667 30.208
O 8.6513 2.1628 26.4378
O 8.0098 2.0649 29.7218
O 4.43 4.4259 28.0076
O 5.4971 4.4022 32.4275
O 3.4081 4.3187 30.9893
O 7.4174 8.3975 27.2791
O 5.1645 5.9992 30.086
O 2.1254 9.5378 29.6551
O 14.7524 17.3705 32.7015
O 1.1212 14.8695 27.5065
O 5.1997 15.7943 29.4659
O 8.27 19.9198 32.0828
O 5.8839 20.541 33.2459
O 0.867 21.7635 34.8348
O 2.3306 25.0163 29.4526
O 9.585 23.5297 33.8146
O 5.3916 21.8836 26.5102
O 9.4186 27.2337 29.4885
O 9.6379 26.5978 32.076
O 12.8371 0.1516 29.3647
O 10.7779 29.3606 28.7207
O 12.4286 1.1783 31.7395
O 12.791 30.4061 29.9575
O 9.9162 0.3978 33.2282
O 14.2547 4.0541 29.7478
O 11.8402 5.1848 29.5539
O 8.2795 7.5245 29.7329
O 9.4913 9.6491 28.9334
O 10.4155 15.1608 31.2134
O 10.2062 16.2497 28.8571
O 10.9279 7.529 30.1549
O 12.9369 23.1729 27.1783
O 10.5884 20.0618 30.7543
O 8.2418 20.3549 34.729
O 10.8661 22.43 31.8044
O 16.1682 26.7295 33.6169
O 12.059 22.2863 34.1409
O 11.5605 25.8802 30.163
O 8.9922 26.078 34.5276
O 2.3794 27.7792 29.3062
O 16.3458 26.0365 31.1465
O 2.4985 30.5333 29.7671
O 8.415 32.3277 28.9336
O 7.0443 1.2837 36.4347
O 4.0804 6.6137 32.3897
O 16.3588 8.2025 34.2614
O 14.2476 9.144 36.2899
O 15.2425 14.1529 36.5309
O 7.7418 6.5983 36.1237
O 3.4697 13.1635 36.5347
O 16.0699 16.3855 35.3547
O 2.9879 16.1659 31.2606
O 2.4303 13.1506 32.2609
O 7.9408 15.6435 30.032
O 0.6116 14.9896 31.5141
O 2.0877 17.8225 35.2695
O 0.3671 30.0129 33.8268
O 7.0389 24.3509 34.537
O 1.2342 28.2326 32.0231
O 2.8629 26.8956 34.8404
O 2.1813 25.7702 32.6773
O 7.7447 28.1479 33.2913
O 3.9578 3.433 34.5243
O 8.0552 0.0822 31.4301
O 9.0986 2.1 35.0499
O 8.3641 5.2154 33.7486
O 4.8066 9.803 29.1902
O 7.1392 11.113 28.8704
O 3.6362 11.594 30.5745
O 4.8496 11.9349 32.797
O 1.7197 15.8265 33.6891
O 5.494 16.7922 31.7384
O 8.7249 18.3267 36.2404
O 6.9702 18.2168 33.5889
O 13.324 29.0744 37.0762
O 10.1611 28.4803 33.9459
O 6.4009 29.615 31.6436
O 8.2554 29.5365 29.7223
O 14.5677 28.2711 34.939
O 12.0406 2.6173 29.495
O 12.6702 6.2351 31.8504
O 14.6245 30.8577 35.3731
O 2.037 1.978 36.247
O 15.0347 5.0504 32.4829
O 10.1368 5.5312 31.7256
O 12.788 3.6798 32.4625
O 16.1641 4.896 28.1909
O 11.6362 10.8709 30.5136
O 10.6643 11.262 32.9997
O 12.2681 13.4375 30.1501
O 13.0571 20.9957 31.0688
O 9.3981 17.6757 31.0054
O 15.3128 19.448 31.1874
O 12.0445 17.9776 35.8227
O 11.7945 24.6468 32.9069
O 14.4059 24.4987 32.3656
O 0.0685 24.8355 37.4649
O 2.0952 24.1418 34.7267
O 13.4628 26.7882 33.0658
O 13.0528 27.8621 29.1947
O 2.3581 32.1964 31.9593
O 3.0324 0.9565 34.0502
O 14.5063 1.816 33.2835
O 15.5426 7.6194 31.8352
O 13.8189 8.4772 33.7434
O 5.9342 5.3271 34.7777
O 1.0338 6.1022 32.9389
O 15.7584 10.2843 38.3063
O 5.329 11.7159 35.315
O 13.3712 24.8734 34.9271
O 12.1444 17.2417 33.2562
O 7.0873 13.0342 33.7674
O 1.9638 15.3369 36.3249
O 3.0552 22.3982 36.4527
O 3.2999 21.797 33.8332
O 13.5786 16.1503 36.6564
O 14.876 31.3593 28.7513
O 0.8512 1.5455 32.6321
O 0.3291 30.6725 31.2494
O 6.1699 30.1015 34.2318
O 5.497 0.4253 38.4183
O 2.6726 6.7359 37.5222
O 9.459 32.7332 37.0416
O 4.5261 1.6179 36.2535
O 7.231 7.5739 33.7203
O 6.8332 9.0671 35.8739
O 10.8372 5.4336 34.3465
O 6.563 2.7876 34.2563
O 9.9528 3.221 32.931
O 5.7357 14.3258 35.6528
O 5.9188 12.7284 37.6685
O 9.7631 13.6193 37.2662
O 4.9229 8.714 33.9437
O 4.1644 19.7371 35.143
O 6.7643 15.0361 39.6715
O 4.6916 14.1092 31.3475
O 4.4455 17.3559 34.0038
O 5.0682 24.2319 36.5632
O 8.9378 24.0037 36.2944
O 10.5865 20.2037 36.5825
O 8.5787 16.0868 37.4974
O 7.7036 30.8754 36.2789
O 7.3997 0.315 33.9837
O 11.15 27.8686 36.2136
O 10.1854 30.3607 36.0024
O 12.291 7.3205 35.7035
O 10.8653 2.4089 37.2176
O 15.8087 32.4216 33.6021
O 15.3554 0.7404 31.0007
O 11.8557 1.8973 34.192
O 15.6304 10.199 32.7109
O 0.2479 8.1098 37.1533
O 14.8143 12.7043 33.4948
O 9.6339 9.308 31.5082
O 10.3318 19.0051 34.1866
O 6.64 15.6839 33.6915
O 12.274 13.829 32.7039
O 14.7049 21.6178 34.1009
O 14.0472 23.7833 37.1232
O 13.0102 19.1786 38.1161
O 12.8842 19.7079 33.9395
O 12.3432 29.7471 34.6995
O 15.0488 28.7855 32.3069
O 1.8219 26.0207 39.1029
O 13.1405 26.3803 37.1004
O 1.5859 30.4062 38.4028
O 10.1789 11.5949 35.6041
Si 0.0901 0.0615 5.4592
Si 2.7625 2.7561 5.4328
Si 0.0303 5.5016 5.4119
Si 2.7673 8.2076 5.3951
Si 16.3932 10.9454 5.4067
Si 2.6875 13.7611 5.4813
Si 0.0202 16.4579 5.369
Si 2.731 19.2094 5.3507
Si 0.0481 21.8951 5.3182
Si 2.8337 24.6502 5.3667
Si 0.1204 27.3747 5.4098
Si 2.8305 30.0833 5.4224
Si 5.5172 32.8037 5.4253
Si 8.2469 2.7529 5.4447
Si 5.492 5.4694 5.4486
Si 8.2485 8.2174 5.4283
Si 5.5044 10.9147 5.4134
Si 8.2784 13.6955 5.3975
Si 5.4875 16.503 5.3945
Si 8.256 19.203 5.357
Si 5.5232 21.9214 5.3566
Si 8.2286 24.6454 5.402
Si 5.5214 27.3643 5.339
Si 8.19 30.1407 5.4617
Si 11.004 0.05 5.4651
Si 13.6822 2.8255 5.4502
Si 10.9851 5.4947 5.3645
Si 13.6734 8.211 5.365
Si 10.9859 10.9588 5.3722
Si 13.6955 13.7123 5.3818
Si 10.9781 16.4515 5.3762
Si 13.7235 19.2005 5.3689
Si 11.0087 21.8749 5.347
Si 13.7575 24.5719 5.4054
Si 10.986 27.3496 5.5262
Si 13.7513 30.1616 5.5051
Si 1.4247 1.412 6.8341
Si 4.1221 4.1149 6.8061
Si 1.3893 6.8681 6.7782
Si 4.1234 9.5719 6.7804
Si 1.3389 12.3341 6.7869
Si 4.1245 15.1189 6.7732
Si 1.3856 17.8263 6.7355
Si 4.1268 20.5584 6.717
Si 1.4237 23.2664 6.7003
Si 4.1695 26.0113 6.7522
Si 1.4566 28.7304 6.7968
Si 4.1627 31.4482 6.8051
Si 6.8719 1.3799 6.7958
Si 9.6182 4.1434 6.7731
Si 6.8684 6.8527 6.7862
Si 9.6116 9.6093 6.7617
Si 6.8691 12.3309 6.7462
Si 9.6164 15.086 6.7602
Si 6.8716 17.8559 6.7468
Si 9.6227 20.5462 6.7371
Si 6.8657 23.2703 6.7569
Si 9.5823 25.9768 6.8163
Si 6.8449 28.7174 6.7791
Si 9.6004 31.4843 6.8071
Si 12.3446 1.4332 6.8236
Si 15.0706 4.1583 6.8032
Si 12.3219 6.8625 6.7582
Si 15.0226 9.5818 6.7597
Si 12.3345 12.337 6.7491
Si 15.0513 15.0928 6.7489
Si 12.3529 17.8185 6.7341
Si 15.0859 20.5577 6.735
Si 12.352 23.2314 6.7557
Si 15.1174 25.9871 6.7456
Si 12.3712 28.7452 6.8254
Si 15.1186 31.5194 6.8416
Si 0.025 2.7731 8.1686
Si 2.7851 0.0126 8.1666
Si 0.0076 8.2366 8.1317
Si 2.7476 5.4942 8.1517
Si 16.3892 13.7159 8.1384
Si 2.7426 10.9655 8.121
Si 0.0208 19.1777 8.1157
Si 2.7452 16.4711 8.1282
Si 0.0597 24.6082 8.1107
Si 2.7599 21.9037 8.1034
Si 0.065 30.0923 8.1598
Si 2.797 27.3443 8.1518
Si 5.496 2.745 8.1573
Si 8.2287 0.0254 8.1764
Si 5.4916 8.2151 8.1466
Si 8.2368 5.4909 8.1456
Si 5.4901 13.7117 8.1055
Si 8.2311 10.9714 8.124
Si 5.4839 19.1989 8.1109
Si 8.2227 16.4549 8.1077
Si 5.5004 24.6265 8.1333
Si 8.2387 21.8982 8.1147
Si 5.4983 30.0695 8.1736
Si 8.2109 27.3533 8.1561
Si 10.9558 2.7801 8.1692
Si 13.7094 0.0547 8.1821
Si 10.9587 8.2309 8.1318
Si 13.6874 5.5164 8.1509
Si 10.9706 13.7077 8.1241
Si 13.6768 10.965 8.1304
Si 10.9704 19.1664 8.1114
Si 13.6909 16.4503 8.1239
Si 10.9728 24.5941 8.1335
Si 13.7108 21.8834 8.1317
Si 10.9639 30.096 8.1625
Si 13.7364 27.3369 8.1381
Si 1.3879 4.1346 9.5284
Si 4.1361 1.382 9.5319
Si 1.3742 9.6072 9.4951
Si 4.1167 6.8588 9.5118
Si 1.3733 15.0864 9.4864
Si 4.1121 12.3467 9.4752
Si 1.3896 20.5397 9.484
Si 4.1185 17.83 9.4886
Si 1.4066 25.9754 9.4981
Si 4.1192 23.2596 9.491
Si 1.4115 31.4565 9.533
Si 4.1311 28.7093 9.5386
Si 6.8628 4.1224 9.5095
Si 9.5921 1.3994 9.5284
Si 6.8552 9.6048 9.492
Si 9.5898 6.8704 9.5061
Si 6.8508 15.0836 9.4749
Si 9.5898 12.3469 9.4894
Si 6.8571 20.5441 9.4874
Si 9.5891 17.8099 9.4843
Si 6.8529 25.9796 9.5219
Si 9.5961 23.2455 9.5051
Si 6.8618 31.4458 9.5294
Si 9.5889 28.7156 9.5148
Si 12.3254 4.1456 9.5229
Si 15.068 1.4103 9.5436
Si 12.3127 9.6035 9.5017
Si 15.0513 6.8788 9.5138
Si 12.3236 15.0808 9.4946
Si 15.0317 12.3404 9.5016
Si 12.3298 20.523 9.4961
Si 15.0554 17.8125 9.4935
Si 12.3399 25.9728 9.491
Si 15.0736 23.2583 9.4901
Si 12.3325 31.4657 9.5204
Si 15.0839 28.7144 9.5075
Si 0.0242 0.0135 10.8862
Si 2.7522 2.7498 10.8815
Si 0.0097 5.5031 10.8774
Si 2.7402 8.2358 10.8602
Si 0.0032 10.9747 10.8616
Si 2.7386 13.7104 10.8483
Si 0.0065 16.4398 10.868
Si 2.7421 19.1733 10.8667
Si 0.0158 21.8854 10.8683
Si 2.7494 24.6052 10.8773
Si 0.0285 27.3317 10.8729
Si 2.7543 30.0713 10.8968
Si 5.4873 0.0015 10.8941
Si 8.2137 2.754 10.8876
Si 5.4836 5.4856 10.8696
Si 8.2126 8.2348 10.8642
Si 5.4752 10.9757 10.8463
Si 8.2102 13.7127 10.8483
Si 5.4747 16.4433 10.8488
Si 8.211 19.1653 10.8582
Si 5.479 21.8911 10.8655
Si 8.2196 24.603 10.8762
Si 5.4828 27.3316 10.8973
Si 8.2177 30.0691 10.89
Si 10.9508 0.0152 10.8842
Si 13.6814 2.7684 10.8894
Si 10.9464 5.5031 10.881
Si 13.6765 8.2415 10.8736
Si 10.9426 10.9727 10.8629
Si 13.6712 13.7074 10.8719
Si 10.9436 16.4383 10.8604
Si 13.6811 19.1581 10.8739
Si 10.953 21.8751 10.8725
Si 13.692 24.6053 10.8681
Si 10.9576 27.3302 10.8636
Si 13.6939 30.0723 10.8693
Si 1.3856 1.3806 12.2483
Si 4.1162 4.1202 12.2391
Si 1.3747 6.8734 12.2324
Si 4.105 9.6099 12.2172
Si 1.368 12.3463 12.2242
Si 4.1006 15.0792 12.2199
Si 1.3706 17.8057 12.2376
Si 4.1067 20.5301 12.2413
Si 1.3719 23.2469 12.2464
Si 4.1043 25.9681 12.2546
Si 1.3768 28.7011 12.2505
Si 4.1136 31.4404 12.2583
Si 6.848 1.3774 12.2492
Si 9.5787 4.1274 12.2421
Si 6.8432 6.8633 12.2278
Si 9.5732 9.6062 12.2278
Si 6.8369 12.3463 12.214
Si 9.5686 15.0747 12.2266
Si 6.8356 17.8027 12.2289
Si 9.5723 20.5197 12.242
Si 6.842 23.2447 12.2463
Si 9.5843 25.9688 12.2417
Si 6.8448 28.7016 12.2559
Si 9.5813 31.4428 12.2441
Si 12.314 1.3861 12.2417
Si 15.0488 4.1343 12.2442
Si 12.31 6.8734 12.24
Si 15.0395 9.6116 12.2351
Si 12.3005 12.3407 12.236
Si 15.0373 15.0728 12.2396
Si 12.3035 17.7972 12.2415
Si 15.0422 20.5256 12.2426
Si 12.3136 23.2449 12.2411
Si 15.049 25.9727 12.2406
Si 12.3185 28.7001 12.2323
Si 15.0508 31.442 12.2394
Si 0.0072 2.7504 13.5971
Si 2.7349 32.8037 13.616
Si 0.0004 8.2365 13.5946
Si 2.7381 5.4938 13.5869
Si 16.3983 13.6996 13.607
Si 2.7308 10.9707 13.5859
Si 16.3962 19.1546 13.6165
Si 2.7306 16.4325 13.6053
Si 16.3974 24.6021 13.6189
Si 2.7264 21.8763 13.6178
Si 16.4001 30.0629 13.6111
Si 2.7274 27.327 13.6205
Si 5.4711 2.7419 13.6063
Si 8.2017 32.7989 13.6087
Si 5.4654 8.2331 13.5804
Si 8.1999 5.4894 13.5983
Si 5.4623 13.7055 13.5847
Si 8.1968 10.9738 13.5823
Si 5.4642 19.1564 13.6119
Si 8.193 16.4303 13.599
Si 5.4622 24.5955 13.6178
Si 8.1977 21.8728 13.62
Si 5.4629 30.0572 13.6202
Si 8.2036 27.322 13.6123
Si 10.9376 2.7461 13.601
Si 13.6721 0.0015 13.5965
Si 10.932 8.2353 13.598
Si 13.6734 5.4984 13.5989
Si 10.9239 13.7023 13.5994
Si 13.6641 10.9704 13.6031
Si 10.9278 19.1519 13.6165
Si 13.6597 16.4258 13.6138
Si 10.9358 24.5959 13.6189
Si 13.6663 21.8782 13.6187
Si 10.9403 30.0592 13.5985
Si 13.6699 27.3273 13.6108
Si 1.3694 4.1279 14.9504
Si 4.1003 1.3727 14.9705
Si 1.3648 9.6031 14.957
Si 4.0994 6.8639 14.947
Si 1.3587 15.0674 14.9775
Si 4.0944 12.3378 14.9512
Si 1.3521 20.5185 14.9922
Si 4.0904 17.7952 14.9852
Si 1.3518 25.9693 14.9906
Si 4.0852 23.2392 14.9888
Si 1.3588 31.4318 14.9772
Si 4.084 28.6954 14.988
Si 6.8346 4.1156 14.9641
Si 9.5688 1.3681 14.9587
Si 6.8282 9.6035 14.9412
Si 9.5632 6.861 14.9568
Si 6.8206 15.0651 14.9654
Si 9.5523 12.3348 14.9617
Si 6.8229 20.5148 14.9961
Si 9.5489 17.7894 14.9817
Si 6.8223 25.9635 14.9816
Si 9.5575 23.2367 14.9962
Si 6.8275 31.4285 14.9733
Si 9.5694 28.6922 14.9677
Si 12.3085 4.1182 14.9517
Si 15.0396 1.3734 14.9506
Si 12.2924 9.6025 14.9666
Si 15.0354 6.8688 14.9596
Si 12.2816 15.0617 14.9793
Si 15.0256 12.3324 14.9784
Si 12.2874 20.5199 14.9896
Si 15.0203 17.792 14.9859
Si 12.2995 25.9628 14.9879
Si 15.0244 23.2428 14.9941
Si 12.3001 31.4336 14.9568
Si 15.0275 28.6976 14.9807

Results
total energy: -236501.010 eV
total energy less fixed offsets of O -438.35, Si -107.03 eV per atom: 6.690 eV

Forces (eV/angstrom), in the order of the atoms: element, x, y, z
Si 0.1146 -0.2328 0.5011
Si 0.2673 0.0323 0.357
Si 0.0777 0.228 -0.1351
Si 0.1105 -0.0994 0.0701
Si -0.1198 0.023 0.1953
Si 0.0147 0.0282 -0.3388
Si 0.3172 0.0054 0.0583
Si -0.0985 -0.0748 0.2232
Si 0.1936 -0.1159 0.3402
Si -0.0055 0.0141 0.0711
Si 0.0525 0.16 0.0277
Si -0.0631 -0.1446 0.1328
Si -0.1593 0.0474 -0.1854
Si -0.0516 0.0016 -0.0175
Si 0.0981 -0.0812 -0.1063
Si -0.1377 -0.0272 -0.1862
Si 0.1432 -0.2338 -0.2035
Si 0.0609 0.1531 -0.4498
Si 0.0793 0.0097 -0.3884
Si 0.0127 -0.0021 0.0828
Si 0.094 0.2005 0.0987
Si -0.1661 0.0956 0.5173
Si -0.024 -0.0981 0.1992
Si 0.2439 0.0091 -0.0923
Si 0.1535 -0.3259 -0.0786
Si -0.1094 -0.032 0.1379
Si 0.0643 -0.0079 0.1474
Si 0.0355 -0.1517 0.0031
Si -0.046 0.0566 -0.0567
Si 0.0726 -0.183 -0.0538
Si -0.3788 -0.0932 0.0339
Si 0.1173 0.1365 0.4542
Si 0.2792 -0.1282 0.2911
Si -0.0868 0.173 -0.5095
Si -0.1562 0.1576 -0.2736
Si -0.1125 0.1754 -0.3491
Si 0.0365 -0.0266 -0.5314
Si -0.22 0.0648 -0.3099
Si 0.0333 0.1257 -0.2385
Si -0.081 0.0947 -0.2937
Si 0.066 -0.154 -0.4062
Si 0.1568 -0.0858 -0.2895
Si -0.1916 0.1223 -0.2501
Si 0.083 -0.0369 -0.2151
Si -0.0841 -0.0332 -0.1918
Si 0.0201 0.0142 -0.1616
Si -0.2716 0.0645 -0.186
Si 0.1216 0.0404 -0.0612
Si 0.0637 0.0135 -0.1647
Si 0.0077 0.0076 -0.2718
Si -0.0557 0.0277 -0.2179
Si -0.0105 -0.0123 -0.0424
Si -0.2046 0.0961 -0.0324
Si 0.03 0.0014 -0.3146
Si -0.033 -0.0949 -0.3063
Si -0.1844 -0.0123 -0.1755
Si -0.0051 -0.0358 -0.4305
Si 0.1182 -0.0287 -0.3826
Si -0.0654 0.036 -0.2106
Si 0.0149 0.0266 -0.2171
Si 0.0093 -0.0229 -0.2367
Si 0.1394 -0.2058 -0.1662
Si -0.1315 0.1786 -0.2678
Si -0.0297 0.1104 -0.2567
Si -0.0177 0.1259 -0.2119
Si 0.0286 -0.0301 -0.1717
Si 0.0135 -0.0095 -0.192
Si -0.0037 -0.0613 -0.3046
Si -0.1004 -0.1436 -0.188
Si -0.0647 0.1661 -0.1315
Si -0.0455 -0.2137 -0.2388
Si -0.1584 0.1618 -0.5334
Si -0.1113 0.1404 -0.047
Si 0.0979 -0.0738 -0.0575
Si 0.0899 -0.1451 0.0156
Si 0.0256 -0.0627 -0.0605
Si 0.1213 -0.1025 -0.0062
Si -0.0597 0.1592 0.012
Si -0.0536 -0.081 -0.2113
Si -0.1109 0.129 0.0572
Si 0.1711 -0.0717 0.0049
Si -0.0461 0.1074 0.1344
Si 0.0864 -0.0599 0.0715
Si -0.063 -0.0282 -0.1017
Si 0.0079 -0.0822 0.1313
Si 0.0487 -0.0618 0.1022
Si 0.1474 -0.1318 -0.001
Si -0.074 -0.0049 0.1604
Si -0.0012 -0.0408 0.2681
Si 0.2233 -0.1884 -0.0495
Si -0.1068 -0.0106 0.0745
Si 0.0516 -0.0134 -0.0728
Si 0.1004 0.0491 -0.0217
Si -0.1254 0.0329 -0.0383
Si -0.0204 -0.0004 -0.1701
Si -0.0515 -0.0034 0.0731
Si -0.0005 -0.0341 -0.0382
Si 0.1834 0.1735 0.135
Si -0.0809 0.0754 -0.1033
Si -0.0285 -0.0086 -0.0692
Si 0.0687 0.0264 -0.0426
Si 0.0749 -0.0019 0.094
Si 0.0861 -0.0484 -0.075
Si -0.0604 0.0773 0.1892
Si -0.0551 0.0497 0.1821
Si 0.1006 -0.0986 -0.1006
Si -0.1563 -0.0682 0.1626
Si 0.0634 -0.0414 0.3691
Si -0.0401 0.0008 -0.096
Si 0.0535 0.0492 -0.0042
Si 0.0494 0.0757 -0.0742
Si 0.0092 -0.0541 0.016
Si 0.0155 -0.0295 -0.0235
Si -0.1171 0.0857 0.033
Si -0.0101 0.0149 -0.126
Si 0.0608 0.0277 0.0101
Si 0.0228 -0.0813 0.0181
Si -0.0376 -0.0328 -0.0771
Si -0.0753 -0.1288 -0.0796
Si -0.0032 0.0445 0.001
Si 0.0427 0.1142 -0.0644
Si -0.0632 0.0042 -0.0121
Si 0.0182 -0.0148 0.0235
Si 0.0315 -0.0085 -0.123
Si -0.0441 -0.0308 0.021
Si -0.0216 0.0137 0.0056
Si 0.0637 -0.0343 -0.02
Si -0.1214 -0.1082 0.01
Si -0.0386 -0.0067 -0.0883
Si 0.0521 0.006 -0.0265
Si -0.015 0.0431 -0.1457
Si 0.0295 0.0275 -0.0547
Si 0.0222 -0.0579 0.0149
Si -0.0907 -0.1348 -0.116
Si -0.0337 -0.0478 -0.0819
Si 0.1411 0.0426 0.0278
Si -0.0491 0.054 -0.0696
Si -0.0884 -0.013 -0.0099
Si 0.0607 0.0142 -0.0203
Si 0.034 -0.0267 -0.0857
Si 0.0178 0.0086 -0.0211
Si -0.0818 0.1336 -0.0513
Si 0.0285 0.016 -0.0911
Si -0.0172 -0.0765 -0.0289
Si 0.0254 0.0063 0.0025
Si -0.0047 -0.0056 -0.0009
Si 0.0037 -0.0025 0.004
Si 0.0073 0.0083 0.0041
Si 0.0294 -0.0158 -0.004
Si -0.0133 0.0058 0.0041
Si -0.0325 0.0282 -0.0045
Si -0.0178 0.0156 -0.0094
Si -0.0072 0.0088 -0.0026
Si 0.0142 0.0006 -0.0004
Si -0.0174 0.0095 0.0019
Si 0.0238 0.0144 -0.0018
Si 0.0272 0.0095 -0.0007
Si 0.0085 0.0103 -0.0069
Si -0.025 0.0205 0.0002
Si -0.0206 0.0133 0.0072
Si -0.0032 0.017 0.001
Si 0.0269 -0.0027 0.0044
Si -0.0067 0.0046 0.002
Si 0.0272 -0.0116 -0.0018
Si 0.0101 0.004 -0.0024
Si 0.0037 0.0318 -0.0038
Si 0.0045 0.0254 -0.0008
Si 0.0112 0.013 -0.0078
Si -0.0045 0.0215 -0.0021
Si 0.0257 -0.031 -0.0015
Si 0.0212 -0.0169 -0.0019
Si 0.0231 -0.0019 -0.0082
Si 0.0219 -0.0136 -0.001
Si -0.0008 0.0239 -0.0013
Si 0.0016 0.0109 0.0017
Si -0.0144 0.0118 -0.0078
Si 0.0071 -0.0025 0.0017
Si -0.0099 0.014 0.0038
Si -0.0028 0.0247 -0.005
Si -0.0109 0.0416 -0.0067
Si -0.0019 -0.0125 -0.0104
Si 0.0098 -0.0086 -0.0108
Si -0.0084 0.0039 -0.0066
Si -0.0314 -0.0192 -0.0139
Si -0.0213 0.0096 -0.0064
Si 0.0072 0.0218 -0.0055
Si 0.0191 -0.0069 0.0003
Si -0.0072 -0.0245 0.0039
Si 0.0028 0.0041 0.0011
Si 0.0179 -0.0029 -0.006
Si 0.0049 0.0007 0.009
Si -0.0151 -0.0182 0.0052
Si -0.0211 -0.0085 0.007
Si -0.0159 0.0184 0.0145
Si 0.0521 -0.0152 0.0002
Si 0.0253 0.0105 0.0099
Si -0.051 -0.0468 -0.0041
Si 0.0026 0.008 -0.0049
Si -0.012 -0.0081 0.0007
Si -0.027 -0.0104 -0.014
Si 0.0022 -0.0506 0.0068
Si -0.0164 -0.0203 -0.0087
Si -0.0162 0.0326 -0.0092
Si 0.005 -0.0265 -0.0158
Si -0.0233 0.0039 -0.0033
Si -0.0249 -0.0002 0.0029
Si 0.0001 -0.0015 0.0182
Si -0.0452 -0.0097 -0.0111
Si -0.0012 -0.0159 -0.0024
Si 0.0291 -0.0196 -0.0033
Si 0.0293 0.0025 -0.023
Si -0.0028 -0.0242 -0.0177
Si 0.0099 -0.0167 -0.0002
Si 0.0252 0.02 0.0054
Si -0.011 -0.03 0.0084
Si -0.0123 -0.0195 0.0067
Si 0.0367 -0.0806 0.006
Si -0.0079 0.0571 -0.0115
Si 0.0303 -0.0025 0.0394
Si -0.0071 -0.0044 0.0529
Si -0.022 0.0196 -0.0072
Si -0.0048 -0.0487 -0.0048
Si -0.047 0.0249 0.0051
Si -0.0158 0.016 -0.0093
Si -0.0063 0.0038 0.0062
Si -0.0116 -0.0205 -0.008
Si -0.0127 0.0417 0.0085
Si 0.0288 0.0057 0.0219
Si -0.0108 -0.0002 0.0032
Si 0.01 0.0156 0.0278
Si -0.0647 0.0656 0.0376
Si -0.0309 0.0181 -0.0359
Si -0.0059 -0.0008 0.003
Si 0.0531 0.0341 -0.0171
Si 0.0081 -0.0205 -0.0106
Si 0.0214 0.0043 0.0218
Si -0.0333 0.048 -0.0098
Si 0.0239 -0.0007 -0.0343
Si 0.0774 -0.0269 -0.0137
Si 0.0395 0.006 0.0112
Si 0.0566 -0.0513 -0.0068
Si -0.0229 0.0214 0.0104
Si 0.0125 0.0089 -0.0096
Si 0.0357 0.0158 0.0016
Si 0.0631 0.0321 0.002
Si 0.0448 -0.0432 0.0028
Si 0.0348 -0.0348 0.0552
Si -0.0495 0.0849 0.0039
Si -0.04 0.0339 0.0047
Si -0.0085 -0.0085 0.0467
Si -0.0482 0.1016 -0.003
Si -0.0206 0.0221 -0.014
Si -0.0722 0.0593 0.0642
Si 0.0023 -0.0403 0.0329
Si 0.0189 -0.0016 0.0097
Si -0.0201 0.023 -0.0153
Si -0.0655 0.0373 0.0071
Si -0.0395 0.025 0.057
Si 0.0411 -0.0505 0.003
Si -0.0191 0.0435 -0.0185
Si 0.007 -0.0071 0.0989
Si 0.0495 -0.0764 0.0793
Si 0.0258 -0.048 -0.0086
Si 0.0017 0.0369 0.0097
Si 0.0619 0.0203 0.0025
Si -0.0194 0.0473 -0.0189
Si -0.054 -0.0415 0.0539
Si 0.0487 -0.0581 0.0369
Si -0.0176 0.0459 0.0636
Si -0.0522 -0.1513 0.0427
Si -0.0344 0.0086 -0.0148
Si -0.0018 -0.0081 0.0098
Si 0.0453 -0.003 0.0227
Si -0.052 -0.0184 -0.0194
Si -0.031 -0.0411 0.0287
Si -0.0053 -0.0718 0.0272
Si -0.0338 -0.0208 0.0495
Si 0.0333 0.0316 -0.0019
Si 0.0316 0.0171 -0.0179
Si -0.0978 -0.0196 0.0065
Si 0.0384 -0.0405 -0.0217
Si 0.0257 0.0456 -0.0282
Si 0.0244 0.0031 -0.0072
Si 0.0408 -0.0675 0.0005
Si 0.0066 0.005 0.0485
Si 0.0144 0.0315 0.0319
Si -0.0103 -0.0913 0.046
Si 0.0102 0.0446 0.087
Si -0.07 0.0482 0.1705
Si 0.095 -0.0333 0.0186
Si 0.2142 -0.0595 0.1068
Si -0.023 0.0093 0.1977
Si -0.0726 -0.0577 -0.0169
Si 0.0589 -0.0189 -0.0276
Si 0.0483 0.0146 0.2194
Si -0.0587 0.0244 0.1568
Si -0.1427 0.0068 -0.0579
Si -0.0135 0.1408 0.008
Si -0.0049 -0.0109 0.0219
Si 0.0194 -0.0574 0.0719
Si -0.0042 0.0469 0.0429
Si -0.0872 0.0103 0.0899
Si -0.0345 -0.1112 0.0162
Si 0.0779 0.1195 0.007
Si -0.0829 -0.135 0.1253
Si 0.0376 0.0792 0.0522
Si 0.0547 -0.074 0.0081
Si 0.0021 -0.0888 0.0029
Si -0.0353 -0.0338 0.1508
Si 0.0166 0.0052 0.1588
Si -0.0617 0.0264 -0.0179
Si 0.0521 0.0874 -0.017
Si -0.0116 -0.1454 0.0554
Si -0.008 -0.0524 0.0501
Si 0.0101 0.1224 0.1398
Si 0.0825 -0.0823 0.0682
Si -0.014 0.1238 0.0353
Si -0.0002 0.0465 0.1637
Si -0.0247 0.1168 0.0879
Si -0.0858 0.0633 0.0419
Si 0.0388 0.0005 -0.0293
Si 0.0883 0.0061 0.0392
Si -0.0976 -0.0091 0.1307
Si -0.129 0.1366 -0.0355
Si -0.1686 0.0183 0.1347
Si -0.0874 0.0198 0.0441
Si -0.1301 0.0642 -0.0094
Si -0.0556 -0.0633 -0.0789
Si 0.0582 -0.0602 0.0261
Si 0.1052 0.0564 -0.0726
Si -0.2255 -0.1077 -0.2492
Si -0.0221 0.1161 -0.1857
Si -0.007 -0.1599 0.181
Si 0.1131 -0.1075 -0.0003
Si 0.0855 0.065 -0.1838
Si 0.0319 0.1007 -0.1005
Si 0.0142 -0.0304 -0.3407
Si 0.1472 -0.058 0.1097
Si 0.0643 -0.0923 0.1422
Si -0.018 0 -0.149
Si -0.1184 -0.1187 0.2919
Si 0.1558 0.0722 0.0868
Si 0.0449 0.0893 -0.1921
Si -0.069 0.0663 -0.0249
Si -0.0624 -0.0171 0.1105
Si 0.1028 0.0207 -0.1377
Si 0.0578 -0.0518 0.0928
Si 0.0517 -0.0421 -0.1268
Si 0.0997 -0.0077 -0.0633
Si 0.0161 0.0272 0.0504
Si -0.0925 -0.1061 -0.153
Si 0.2664 -0.1538 -0.0944
Si -0.134 0.0986 -0.2143
Si 0.0209 0.1267 -0.0627
Si 0.1281 -0.1897 0.0017
Si 0.1621 -0.1612 0.0146
Si -0.1577 0.0547 -0.0267
Si 0.036 0.0231 0.0619
Si -0.0736 0.0043 -0.0201
Si -0.1274 -0.0513 -0.2023
Si 0.0049 -0.0292 0.2614
Si 0.0003 0.1313 0.2492
Si -0.1835 0.1712 0.0409
Si -0.0533 -0.0134 0.3715
Si -0.1128 0.0971 0.3813
Si 0.0287 0.0349 0.3021
Si -0.0162 -0.0363 0.2593
Si -0.2478 0.0083 0.299
Si -0.0671 0.2492 0.3579
Si 0.0514 -0.047 0.349
Si -0.0338 -0.0047 -0.1206
Si 0.0546 0.191 0.1269
Si 0.0625 -0.0427 0.4226
Si -0.0186 0.0082 0.0706
Si -0.188 0.0424 0.3143
Si 0.1985 -0.1038 0.3231
Si 0.0349 -0.0335 0.1332
Si -0.046 0.0082 0.2596
Si 0.0765 0.1147 0.3006
Si 0.0479 -0.0008 0.1198
Si 0.1237 0.0083 0.2912
Si -0.1006 0.1161 0.2408
Si -0.0341 -0.037 0.0341
Si -0.0536 -0.1267 0.1856
Si -0.0146 0.2923 0.0733
Si -0.1342 0.0819 -0.0432
Si 0.0928 -0.1475 0.2638
Si -0.0495 0.1264 0.221
Si 0.1409 0.0013 0.2021
Si 0.0955 0.1412 0.2368
Si 0.1736 -0.0112 0.1961
Si 0.0765 0.0821 0.3605
Si -0.1616 -0.0117 0.2114
Si -0.2127 0.1136 0.1971
Si 0.0575 -0.0636 0.1089
Si 0.0392 -0.0745 0.1937
Si 0.2101 -0.1983 -0.4075
Si -0.0219 0.0054 0.1248
Si -0.0687 0.0034 0.1034
Si 0.1563 -0.1048 -0.1667
Si -0.0941 0.0349 -0.4665
Si 0.1692 -0.0667 -0.7175
Si 0.1048 -0.3092 -0.0762
Si -0.0191 0.0798 0.3017
Si -0.0641 0.0253 0.3062
Si -0.0624 0.0552 -0.1064
Si 0.4221 -0.5331 0.1525
Si -0.0965 -0.3439 0.0906
Si -0.4339 0.0614 -0.0231
Si 0.115 -0.2574 0.3901
Si -0.085 0.1672 -0.2271
Si 0.0151 -0.039 -0.0895
Si -0.1021 0.0829 0.0693
Si 0.0097 -0.0631 0.2345
Si 0.1532 -0.102 -0.1759
Si -0.0352 -0.1205 0.0698
Si -0.0644 -0.0126 -0.3011
Si -0.0355 0.0059 -0.1993
Si -0.0853 -0.0686 0.5331
Si -0.27 0.1962 0.1001
Si 0.1216 0.0126 -0.0393
Si 0.3471 0.7761 0.2154
Si -0.0106 0.0452 0.3109
Si -0.0913 0.2274 -0.1012
Si 0.2253 -0.0915 -0.153
Si 0.0348 -0.1177 -0.0235
Si -0.3079 -0.001 -0.182
Si -0.1337 -0.0473 -0.4134
Si 0.1294 0.0965 0.0246
Si 0.1946 -0.5558 -0.6551
Si -0.2684 -0.0638 0.419
Si -0.0944 0.0319 0.3156
Si 0.1984 0.0358 0.3152
Si 0.0363 0.02 0.395
Si -0.1037 -0.0762 0.2819
Si 0.0938 0.0655 0.2671
Si -0.095 -0.1711 0.2093
Si -0.0455 0.0444 0.2442
Si -0.0346 -0.0508 0.444
Si -0.0166 -0.0308 -0.1426
Si 0.0494 0.0596 0.2562
Si -0.0518 -0.0777 0.3855
Si -0.0881 -0.133 -0.1194
Si 0.1362 0.077 0.4328
Si 0.2027 -0.1906 0.3584
Si -0.0946 -0.2625 0
Si 0.0658 0.1185 0.3446
Si 0.0835 0.0446 0.1257
Si -0.0449 -0.0537 0.2504
Si -0.1967 -0.0565 0.002
Si -0.0307 0.1707 0.2066
Si 0.0615 -0.0085 0.0199
Si -0.2163 0.1059 0.2902
Si 0.0449 0.0087 0.4147
Si -0.1546 0.0417 -0.0557
Si -0.1507 0.1211 0.2522
Si -0.0683 0.0336 0.1999
Si -0.07 -0.0061 0.1813
Si 0.107 -0.0667 0.4273
Si 0.1155 -0.001 0.358
Si -0.1055 -0.1139 0.127
Si 0.0562 0.0622 -0.1025
Si -0.1421 0.2364 0.4305
Si 0.093 -0.1884 0.2527
Si 0.179 0.0227 0.2009
Si 0.0119 0.1282 -0.3877
Si -0.1081 0.0618 -0.1317
Si -0.0048 0.1238 -0.2963
Si 0.1052 -0.0145 -0.0877
Si -0.1635 0.0071 0.4151
Si -0.0196 -0.0788 0.0472
Si -0.0048 -0.0011 0.0068
Si -0.0064 0.1305 -0.2288
Si -0.0173 -0.1268 0.1356
Si -0.2448 -0.1089 0.1638
Si 0.0043 0.0711 0.202
Si -0.043 -0.0389 -0.0165
Si 0.1282 -0.1683 0.2535
Si -0.1057 -0.0142 -0.0275
Si 0.0562 -0.0322 0.0419
Si 0.0164 -0.0441 -0.0376
Si -0.2472 0.1533 -0.1008
Si 0.1134 0.2059 0.112
Si -0.1583 0.0995 0.4884
Si -0.0902 0.0279 0.3161
Si 0.0467 0.071 0.1877
Si -0.0098 0.0082 -0.0981
Si 0.1389 0.0284 0.2863
Si -0.0647 0.0074 0.0746
Si -0.0382 -0.1896 0.4361
Si 0.1993 -0.1309 0.4087
Si 0.0266 0.1325 -0.1847
Si -0.0467 0.0453 -0.0648
Si 0.0742 0.1417 0.2953
Si -0.0023 0.2493 0.3505
Si 0.0445 -0.0136 0.0888
Si 0.1184 -0.0654 -0.1129
Si -0.123 -0.0845 0.1916
Si 0.1276 -0.0205 -0.3386
Si -0.0054 -0.0618 -0.4629
Si -0.0728 0.2192 -0.0645
Si 0.0908 -0.0002 -0.3051
Si -0.0456 -0.0122 0.1301
Si 0.1151 -0.0066 -0.0229
Si -0.0509 0.0695 -0.099
Si 0.1042 -0.1235 -0.3111
Si -0.0438 -0.0092 -0.3551
Si 0.069 0.0376 -0.0976
Si -0.1043 0.1056 -0.2757
Si 0.0649 0.0583 0.2713
Si -0.0178 0.0607 0.2969
Si -0.0584 0.0282 -0.1921
Si 0.138 -0.0525 0.4829
Si 0.057 0.1511 -0.281
Si 0.0186 0.1278 -0.3478
Si 0.0959 0.1452 -0.1149
Si 0.0295 0.0741 -0.2446
Si 0.047 -0.095 -0.0011
Si -0.0847 -0.1434 -0.208
Si 0.1111 0.1264 0.3991
Si -0.0216 0.0324 -0.037
Si 0.0765 -0.0218 0.2625
Si -0.0631 0.1499 -0.3717
Si -0.0852 -0.0719 -0.1134
Si -0.0407 -0.012 -0.1503
Si -0.0697 -0.3114 -0.2418
Si -0.1077 -0.0321 0.335
Si -0.2671 0.094 0.1257
Si -0.0437 0.017 0.0188
Si -0.1669 0.1443 -0.2571
Si -0.1822 0.1067 -0.2248
Si 0.0114 -0.018 0.0319
Si 0.1339 0.0349 -0.1561
Si 0.0659 0.046 -0.2989
Si -0.1462 -0.0751 0.0982
Si -0.1251 -0.0759 -0.5477
Si 0.0453 -0.0081 -0.0949
Si -0.1649 0.1281 -0.3802
Si 0.1132 -0.0718 -0.6341
Si 0.1426 0.1319 -0.2747
Si 0.2534 -0.0183 -0.3786
Si -0.101 -0.2243 0.0343
Si 0.1191 0.0138 -0.2518
Si 0.0258 0.1462 0.0014
Si -0.0588 -0.1341 -0.0861
Si 0.018 0.0099 -0.2751
Si 0.0544 -0.042 -0.2009
Si -0.0391 -0.0432 -0.155
Si -0.0363 -0.1617 -0.2385
Si 0.1153 0.2658 -0.2989
Si -0.202 -0.1648 -0.0117
Si 0.0973 0.0899 -0.0785
Si -0.036 0.1862 -0.2821
Si -0.0346 -0.0791 -0.2086
Si -0.1118 -0.0762 -0.2266
Si 0.1803 0.0101 -0.3991
Si -0.0669 -0.0208 -0.0198
Si 0.0228 -0.0284 -0.5026
Si -0.2482 -0.0924 -0.4164
Si -0.0255 0.3012 -0.3211
Si 0.1367 -0.1909 0.3807
Si 0.0209 0.1787 -0.1033
O -0.2764 -0.2536 0.0152
O 0.086 0.2023 0.2038
O 0.0487 0.215 0.385
O 0.2473 0.3766 0.3304
O -0.2493 -0.2421 0.4403
O -0.0243 -0.3309 -0.0609
O 0.0609 -0.0133 0.0829
O -0.1749 0.1808 0.0669
O 0.0497 -0.0107 -0.0441
O -0.1701 -0.3381 -0.0546
O -0.2371 0.3446 0.1497
O 0.2873 0.0899 0.2106
O 0.1319 -0.0669 -0.1137
O -0.0368 -0.1266 0.0766
O -0.0444 0.0335 0.3448
O -0.1268 0.225 -0.1433
O 0.0851 0.2652 0.4074
O 0.0928 -0.1637 -0.1561
O -0.1383 -0.0889 0.277
O -0.1179 -0.0078 0.3332
O 0.093 0.105 0.4398
O -0.0754 -0.1049 -0.3781
O -0.1747 0.1426 -0.0472
O -0.0712 0.1619 0.3327
O 0.0713 0.0517 0.1208
O -0.1153 0.104 0.0818
O -0.2043 0.0001 0.0274
O -0.0495 0.0182 0.4312
O -0.2498 -0.1445 0.0573
O 0.1045 -0.1511 -0.031
O -0.1418 -0.1427 0.602
O 0.0198 -0.0686 0.5495
O -0.0912 -0.0004 -0.0626
O 0.1251 0.0274 0.2225
O -0.1451 -0.1205 -0.0246
O 0.3267 -0.0419 -0.0219
O -0.0496 0.119 0.0905
O -0.1995 0.3505 -0.0097
O 0.1225 -0.1802 0.165
O 0.2254 0.3003 0.1962
O -0.121 0.1329 0.291
O -0.0076 -0.0397 0.1061
O -0.1519 0.1002 0.0418
O -0.0208 -0.0142 0.1766
O -0.0543 -0.2494 0.284
O -0.0127 0.2748 0.1782
O -0.0913 -0.1917 0.3583
O 0.0111 -0.0141 0.1657
O 0.0768 -0.1159 0.0189
O -0.2018 -0.1183 0.5144
O 0.2341 0.1827 0.2989
O -0.2203 0.2103 -0.0382
O -0.0171 0.1381 -0.0825
O 0.0598 -0.1606 0.2035
O -0.0116 -0.2015 0.16
O -0.0279 -0.1725 0.0019
O 0.0854 0.0639 0.095
O 0.077 -0.0781 0.1941
O 0.1016 0.0787 0.2102
O -0.2455 0.0092 0.2628
O -0.0123 0.3221 0.1131
O -0.0764 0.3179 0.3197
O 0.0651 0.0334 0.2474
O -0.0814 -0.1853 0.3488
O 0.2196 -0.0582 0.1972
O 0.1424 -0.1195 0.371
O 0.2008 -0.2602 -0.1295
O -0.15 0.0052 0.2563
O -0.1711 -0.277 0.1171
O 0.1444 -0.229 0.3714
O -0.2075 -0.0191 0.3679
O 0.1406 0.0417 0.0894
O 0.084 0.2656 -0.1491
O -0.1021 -0.15 -0.0881
O 0.0025 0.1751 -0.3825
O 0.0847 0.2023 0.008
O -0.2283 0.2053 0.0366
O 0.2083 0.2378 -0.2841
O -0.1831 0.214 -0.091
O -0.1303 0.2887 -0.0229
O -0.0562 0.1463 -0.014
O -0.0586 0.1027 -0.1395
O -0.0422 -0.0374 0.047
O 0.1019 -0.2807 -0.0284
O -0.2288 0.2584 -0.0573
O -0.0262 0.0754 0.0836
O 0.0553 0.2141 -0.5051
O 0.4042 -0.2872 -0.2736
O 0.0133 -0.2675 -0.2942
O 0.2007 0.0151 -0.4674
O 0.1633 -0.0408 -0.4522
O 0.0358 0.024 -0.129
O 0.3339 0.2275 -0.5313
O -0.1896 0.1056 0.2226
O 0.0278 -0.152 -0.0905
O 0.0448 -0.2144 -0.4084
O 0.1075 0.2485 -0.3007
O 0.088 0.2124 -0.0521
O -0.3072 -0.0982 0.063
O 0.1511 0.0752 -0.3687
O -0.174 0.1873 -0.2058
O -0.412 -0.008 0.0851
O 0.1962 -0.1734 -0.2691
O 0.1528 -0.0045 -0.3203
O -0.0209 0.1682 -0.2815
O -0.1266 -0.0395 -0.2201
O 0.1435 0.1414 -0.1064
O -0.1204 0.2771 -0.2151
O 0.0897 0.0734 -0.1368
O -0.1095 0.2929 -0.1169
O 0.3787 -0.0421 -0.4675
O 0.1281 0.059 -0.2158
O 0.0312 0.2647 -0.1472
O -0.023 0.2194 0.0387
O 0.0546 -0.0611 -0.429
O -0.1159 0.2971 -0.1322
O -0.1201 0.152 -0.3871
O 0.0515 -0.0651 -0.37
O 0.0838 0.0157 -0.2175
O 0.0053 0.2953 -0.2434
O -0.1446 0.0721 -0.4485
O -0.0817 0.0787 -0.6795
O -0.28 -0.2103 -0.3955
O -0.0697 0.1182 -0.3918
O -0.1102 0.0136 -0.4861
O 0.3129 -0.111 -0.5014
O 0.2085 -0.2105 0.3599
O -0.0672 -0.1378 0.0673
O -0.1108 -0.108 0.1885
O 0.0865 0.2674 -0.3283
O 0.0898 0.1729 -0.1034
O 0.0864 0.3011 -0.5074
O 0.2542 -0.0514 0.0033
O 0.2038 0.0241 0.0992
O 0.2362 -0.3013 0.2176
O -0.1616 -0.4193 -0.5821
O -0.042 0.0444 -0.2
O -0.0972 -0.0846 -0.3157
O -0.0629 0.1159 -0.0589
O -0.0776 -0.2071 0.1031
O -0.0472 0.111 -0.4617
O -0.061 0.0477 -0.18
O -0.2116 -0.0063 -0.1465
O -0.2709 0.2715 -0.0174
O 0.242 -0.1729 -0.0306
O 0.2179 -0.0369 -0.1727
O -0.1089 0.1272 0.1076
O -0.0127 0.0905 -0.2994
O -0.2192 -0.1919 0.0104
O 0.1437 -0.1002 -0.2577
O 0.1243 -0.0165 -0.2677
O -0.0626 -0.2901 -0.0565
O 0.1477 0.2038 -0.2928
O 0.1853 0.0226 -0.2277
O -0.0115 0.1208 -0.1887
O 0.1064 -0.1619 -0.0879
O 0.0677 0.2987 0.1278
O 0.3244 -0.1426 0.0064
O 0.0645 0.0195 -0.4035
O -0.1599 0.254 0.0229
O 0.0178 0.2297 -0.3371
O 0.2232 0.0204 -0.1371
O 0.0519 -0.0771 -0.06
O -0.0328 -0.2282 -0.0115
O -0.0158 0.1636 -0.2377
O -0.3676 0.4862 -0.2929
O -0.0461 0.1076 -0.1701
O 0.2701 0.1255 0.0355
O -0.0962 -0.1929 -0.1046
O 0.0166 -0.1479 0.0673
O 0.2271 0.0816 -0.4509
O 0.0243 0.2274 -0.3254
O -0.0877 -0.0584 0.1227
O 0.0872 0.0705 -0.1064
O -0.1053 -0.0481 0.0028
O 0.0905 0.0775 -0.3002
O 0.1357 0.4248 0.0841
O 0.0846 0.2862 0.1919
O -0.0574 0.3411 0.3745
O -0.2119 0.0296 -0.2351
O -0.2189 -0.0255 0.2127
O -0.1448 -0.2504 -0.088
O -0.2047 -0.2091 -0.0994
O 0.2038 -0.1819 0.1228
O 0.0756 0.1117 -0.3992
O -0.0505 0.344 -0.2453
O 0.0466 -0.1415 0.0245
O 0.2439 0.1471 -0.2254
O 0.1234 0.1406 0.1883
O 0.0858 -0.2447 0.1414
O 0.0787 -0.0417 -0.2183
O -0.1504 -0.177 -0.1544
O -0.0921 -0.2334 -0.3142
O -0.0132 -0.1815 -0.143
O 0.0799 0.2362 -0.2952
O 0.074 -0.0786 0.1128
O 0.2758 0.4216 -0.0626
O 0.1394 -0.2801 0.0124
O -0.0019 0.164 0.1517
O -0.1755 -0.1203 -0.163
O -0.0498 -0.0021 -0.0296
O -0.0375 0.0853 0.2287
O -0.1044 0.0006 0.0296
O -0.2316 -0.1959 0.0426
O 0.1096 0.0126 -0.0635
O -0.073 0.1246 -0.1137
O -0.1958 -0.1843 -0.2575
O 0.0275 -0.0378 -0.2668
O 0.0626 0.1531 0.2218
O 0.1263 -0.019 0.0458
O 0.0232 0.1874 0.2484
O 0.3747 0.1336 0.2284
O 0.002 -0.0387 0.1359
O -0.005 0.0037 0.1121
O -0.1489 0.0054 0.0678
O -0.1785 -0.3085 0.025
O 0.0834 0.3277 -0.0742
O -0.1223 -0.2061 -0.0525
O -0.175 0.1452 -0.3676
O -0.1744 -0.2437 -0.1167
O -0.0338 0.2313 0.0256
O -0.1119 -0.1022 0.297
O -0.1203 -0.1699 -0.152
O -0.0167 0.1535 -0.1455
O 0.0454 0.0784 0.1612
O -0.0162 0.1161 -0.1057
O 0.0382 0.0277 -0.134
O -0.2141 -0.2025 -0.0701
O -0.324 0.1398 -0.0826
O 0.0923 -0.0461 0.0598
O -0.0558 0.1579 0.2105
O -0.0024 -0.1168 -0.3697
O -0.1385 0.0034 -0.1862
O 0.0405 0.0753 -0.1252
O -0.0493 -0.1491 -0.168
O -0.1311 0.0734 -0.0115
O -0.1782 0.1011 -0.009
O -0.174 -0.2433 0.2709
O 0.1442 -0.1922 0.2081
O 0.0788 -0.2107 0.3793
O 0.1001 0.1549 -0.1798
O -0.0694 0.0874 -0.0274
O 0.2043 0.081 -0.0391
O 0.1364 -0.1976 0.1423
O 0.0345 0.173 0.128
O -0.0966 -0.1667 -0.0376
O -0.1758 0.2105 -0.0917
O -0.038 -0.0926 0.4958
O 0.0341 0.0833 0.1984
O 0.1135 -0.1421 -0.0666
O 0.1213 0.054 -0.2161
O -0.3563 0.0611 -0.3883
O -0.0308 -0.2773 -0.1939
O 0.1168 0.351 0.093
O 0.0869 0.1109 -0.1348
O 0.2315 -0.0523 0.0945
O -0.0269 -0.0929 0.1043
O -0.1624 -0.1827 -0.2514
O 0.0713 0.202 0.5287
O -0.1013 0.3128 0.2299
O 0.18 -0.1154 -0.0903
O 0.1646 -0.0469 -0.2669
O -0.0555 -0.0927 0.1868
O -0.0191 -0.1301 0.1289
O 0.2304 0.0163 -0.3203
O 0.0659 -0.1794 -0.2046
O 0.0298 -0.0312 0.1677
O 0.1049 0.2908 -0.1539
O 0.1275 -0.1618 0.1329
O 0.1158 0.0568 0.1171
O -0.0505 0.2251 0.0046
O -0.0948 0.3061 -0.0691
O 0.2098 0.2591 0.2603
O -0.1791 0.0051 0.2783
O 0.0417 -0.298 0.3813
O -0.2106 -0.0622 0.2538
O 0.1584 -0.0204 -0.0437
O 0.0507 -0.2407 0.384
O 0.3106 -0.1332 0.1173
O 0.1441 -0.1788 0.1184
O 0.0264 0.3245 0.4146
O 0.0185 -0.0033 0.0538
O -0.1146 0.3074 -0.0968
O 0.0026 0.2484 -0.0153
O -0.3246 -0.1104 0.2524
O -0.2698 0.1117 0.5228
O -0.0904 -0.0662 -0.1027
O 0.2372 0.1471 -0.0793
O 0.0663 0.0818 0.4133
O 0.0693 0.0242 -0.0118
O 0.064 0.2154 0.0695
O 0.2236 -0.1588 0.1198
O 0.3126 0.0395 0.1574
O 0.0532 0.0471 -0.0866
O -0.2162 0.1952 0.3897
O 0.0084 0.1112 0.2277
O -0.1099 0.2384 0.2938
O -0.0302 0.1847 0.071
O 0.1203 0.0711 0.1423
O -0.0306 0.1981 0.8276
O 0.1621 -0.1793 -0.0909
O -0.2308 -0.1548 0.194
O -0.238 0.0313 0.3023
O 0.0364 -0.2975 0.1554
O 0.3146 0.1832 0.5497
O -0.1903 0.0823 0.4904
O -0.1205 0.1348 -0.1135
O -0.0051 0.0799 0.233
O 0.0251 -0.1486 0.0779
O -0.2584 0.0925 0.3388
O 0.1121 0.1533 -0.0758
O -0.0813 0.0562 -0.1332
O -0.0781 0.1811 -0.0558
O 0.0887 -0.0411 -0.1803
O 0.0333 0.2632 -0.0403
O 0.1299 0.0885 -0.177
O 0.1014 0.2782 0.1804
O -0.037 -0.0813 0.2464
O 0.1674 -0.1851 -0.0676
O 0.0149 -0.2829 0.0257
O 0.2144 -0.0037 -0.2295
O 0.1091 -0.1434 -0.0835
O -0.2795 -0.1546 0.0551
O 0.0602 -0.1115 -0.083
O -0.0632 -0.2947 0.0319
O 0.1811 -0.1809 -0.0728
O -0.0378 -0.0229 -0.1859
O -0.0556 -0.0689 0.0007
O -0.0337 -0.0401 0.17
O 0.3976 -0.0253 0.1
O 0.1662 0.0086 0.668
O -0.3634 0.1483 0.2269
Si 0.0628 0.0849 0.0069
Si -0.0066 -0.0049 -0.0594
Si -0.0018 0.0023 -0.048
Si -0.0143 -0.0027 -0.0478
Si -0.0089 -0.0035 -0.0514
Si 0.0509 -0.016 0.0684
Si -0.0804 -0.0195 -0.003
Si -0.0144 -0.0224 -0.0277
Si 0.0475 -0.044 -0.0503
Si 0.0632 0.072 -0.0205
Si 0.0284 0.0552 -0.0125
Si 0.031 0.0349 -0.1039
Si -0.0147 -0.0364 -0.0372
Si 0.0366 0.0185 0.006
Si -0.0178 -0.0396 0.0006
Si 0.0167 -0.005 -0.0207
Si -0.0481 -0.0698 0.0411
Si 0.0187 -0.019 -0.0339
Si 0.0653 0.1017 0.0183
Si -0.0217 0.0089 -0.0818
Si -0.0105 0.0386 -0.0402
Si 0.0179 0.002 -0.0648
Si 0.0012 -0.0205 -0.0628
Si -0.0006 -0.0488 0.027
Si -0.0036 0.0442 -0.0011
Si 0.0166 -0.0176 -0.027
Si -0.0191 0.0666 -0.0388
Si -0.0147 0.0255 -0.0739
Si 0.0369 0.0292 -0.046
Si 0.0519 0.0122 -0.0234
Si 0.015 -0.029 -0.0463
Si -0.0035 -0.0184 -0.0494
Si -0.0279 0.0506 -0.1024
Si -0.0169 0.006 0.0148
Si -0.0783 -0.0283 0.0477
Si 0.0717 0.0331 0.0692
Si 0.001 -0.0554 0.0174
Si -0.0046 0.0438 0.0035
Si -0.0227 0.0146 -0.0047
Si 0.0697 -0.0299 -0.0122
Si -0.0198 0.0536 0.0193
Si 0.0037 -0.0662 -0.012
Si 0.0302 -0.0014 0.0046
Si 0.017 -0.017 -0.0129
Si -0.0189 0.0097 -0.0346
Si -0.0148 -0.0204 0.0042
Si 0.0056 -0.0744 0.0114
Si 0.0531 -0.052 0.0251
Si -0.0035 0.0048 -0.0373
Si -0.0236 -0.0305 -0.0356
Si 0.0091 -0.0131 -0.0095
Si -0.0197 -0.0121 0.0036
Si -0.0012 0.033 -0.0242
Si -0.0185 -0.0069 0.0185
Si -0.0801 -0.002 0.0055
Si -0.0025 -0.0375 0.0243
Si -0.015 0.0265 0.0359
Si 0.008 0.0411 0.0391
Si -0.0019 0.0417 -0.0101
Si -0.003 0.0081 -0.0353
Si -0.0308 -0.0076 -0.0236
Si 0.0006 -0.0168 0.0268
Si 0.0031 -0.0233 -0.0008
Si 0.0029 0.0481 -0.0083
Si -0.0148 -0.0184 -0.0033
Si -0.0086 0.0011 -0.0292
Si 0.0354 -0.0636 0.0185
Si -0.0378 0.0219 0.0038
Si 0.0581 -0.0079 -0.0015
Si -0.0225 -0.015 -0.0313
Si 0.0643 -0.0548 -0.0053
Si -0.1233 0.0006 0.0109
Si -0.0196 -0.018 -0.0101
Si 0.0055 0.045 -0.0026
Si 0.0362 0.0094 -0.0087
Si -0.0111 -0.0392 -0.0074
Si -0.0144 -0.0534 0.0148
Si 0.0263 0.0396 -0.004
Si -0.0172 -0.0379 0.0023
Si 0.0381 0.0386 0.0092
Si 0.0006 0.0495 0.0113
Si 0.0064 0.002 -0.0073
Si -0.0057 0.0031 -0.0246
Si 0.0102 0.0549 0.0112
Si -0.0013 0.0009 0.0043
Si 0.0162 0.0101 0.0148
Si -0.0378 0.0008 0.0183
Si 0.0107 0.0273 0.0081
Si -0.0123 0.0055 0.0027
Si -0.0001 -0.0037 0.0074
Si 0.0568 0.0141 0.0034
Si -0.0384 -0.0556 -0.0151
Si 0.0253 0.0228 0.0009
Si 0.0184 0.0252 -0.0183
Si -0.0301 0.0027 0.0116
Si -0.001 -0.0333 0.0084
Si 0.0236 -0.0019 0.0075
Si 0.0574 0.0189 0.005
Si 0.0065 0.0188 -0.0038
Si 0.0304 0.0226 0.0062
Si 0.0173 0.0379 -0.0029
Si -0.0047 -0.0065 0.0021
Si -0.0238 0.0129 -0.0126
Si -0.0032 -0.0015 0.0099
Si -0.0148 0.0131 -0.0064
Si -0.0138 0.0224 0.0203
Si -0.014 -0.0027 0.0077
Si -0.0198 0.0257 0.0099
Si -0.0112 0.0133 -0.005
Si 0.0099 -0.0294 0.0009
Si -0.0188 0.0004 -0.0051
Si 0.0196 -0.0039 0.0034
Si 0.0102 -0.0247 -0.0039
Si 0.0081 -0.0182 0.0082
Si 0.0069 -0.0066 -0.0075
Si -0.0201 -0.0263 0.0095
Si 0.0035 -0.0194 -0.0065
Si -0.0124 0.0173 0.0016
Si -0.0035 -0.0151 -0.0065
Si 0.0065 -0.0093 0.0034
Si 0.0036 -0.0193 -0.009
Si -0.0298 0.0079 -0.0016
Si -0.0086 -0.0007 -0.0008
Si -0.0143 -0.007 -0.0051
Si 0.0034 -0.003 0.0164
Si -0.0249 0.0027 -0.0021
Si -0.0394 -0.0048 0.0079
Si 0.0124 -0.0106 0.0014
Si -0.0102 0.0124 0.0048
Si 0.006 -0.0113 0.0092
Si 0.0236 -0.0288 -0.0148
Si 0.0018 -0.0024 0.005
Si -0.0097 -0.0159 -0.0091
Si -0.0302 -0.0036 0.0117
Si 0.0005 0.0015 -0.0031
Si -0.0269 -0.0099 -0.0009
Si 0.0079 -0.0241 0.0061
Si -0.0008 0.0256 0.0121
Si 0.0224 -0.0219 0.0007
Si -0.006 -0.0075 0.0035
Si 0.0074 0.0006 0.0091
Si -0.0204 -0.006 -0.0063
Si -0.0188 0.0044 -0.0029
Si 0.002 -0.0241 0.0117
Si -0.0023 0.0069 0.0036
Si 0.0058 -0.0051 -0.0035
Si 0.0098 -0.0104 -0.0015
Si 0.0009 0.0006 -0.0044
Si 0.015 0.0174 0.0043
Si 0.0014 0.0092 0.0085
Si 0.0039 0.0073 -0.0029
Si 0.0233 0.006 -0.0008
Si -0.0071 0.0139 -0.0053
Si 0.0002 0.0167 -0.0028
Si -0.0028 0.0335 0.001
Si -0.0001 0.0116 0.0078
Si -0.0077 0.0255 0.0017
Si 0.0089 -0.0025 0.0062
Si -0.0105 0.0043 0.0029
Si 0.0061 0.002 0.0014
Si 0.0015 0.0078 0.0053
Si 0.0018 0.0087 0.0033
Si -0.0046 -0.0003 0.0028
Si 0.0006 0.0004 -0.0069
Si 0.0317 0.0133 -0.0035
Si 0.0161 0.0237 0.0031
Si 0.0048 0.0113 0.0056
Si 0.0071 0.0242 0.0024
Si 0.0148 0.0092 -0.0033
Si 0.0281 0.0084 0.005
Si 0.016 0.0098 -0.0019
Si 0.0236 0.0172 0.0026
Si 0.0028 -0.01 -0.0012
Si -0.0063 -0.0136 0.0068
Si -0.0109 -0.0042 -0.0006
Si -0.0173 -0.0019 0.0046
Si -0.0129 0.0125 0.0003
Si -0.0024 0.026 0.0025
Si -0.0029 0.0071 0.0033
Si 0.0006 0.0006 -0.0034
Si -0.007 -0.0051 -0.0047
Si 0.0011 -0.0147 -0.0018
Si -0.0097 -0.007 -0.0035
Si -0.0043 -0.0065 -0.0014
Si -0.007 -0.0194 -0.0006
Si -0.0007 -0.0099 -0.0004
Si 0.0008 -0.013 -0.0008
Si -0.0143 -0.009 0.0005
Si 0.007 -0.0077 0.0014
Si 0.0025 0.0037 0.0033
Si 0 -0.0065 0.0016
Si 0.0026 -0.009 -0.0041
Si 0.007 -0.0085 -0.0004
Si -0.0079 -0.0027 -0.0055
Si -0.005 -0.006 -0.0033
Si -0.0074 0.0029 -0.0016
Si 0 -0.0064 -0.0013
Si -0.0004 -0.009 0.0024
Si -0.0014 -0.0192 -0.0007
Si 0.0023 -0.0123 -0.0018
Si -0.0213 0.0015 -0.0012
Si -0.007 -0.0116 0.0035
Si -0.0002 -0.0153 0.0026
Si -0.0104 -0.0137 0.0045
Si -0.0124 -0.0089 -0.0021
Si -0.0268 0.0014 0.0008
Si -0.0096 -0.0099 -0.0062
Si -0.0117 -0.0104 -0.0035
Si 0.0008 0.0134 0.0052
Si 0.0035 -0.0158 0.0007
Si 0.0117 -0.0068 0.0005
Si 0.002 -0.0109 -0.0024
Si 0.0054 -0.0136 -0.0007
Si -0.0088 -0.0032 0.0003
Si -0.0083 0.0025 -0.0003
Si -0.0042 -0.0051 -0.0018
Si 0.014 -0.0053 0.0003
Si 0.0129 0.007 0.0063
Si 0.0101 0.0045 0.0003
Si 0.003 0.0107 -0.003
Si 0.0042 0.0147 0.0045
Si 0.0009 0.0139 0.0007
Si -0.0065 0.0095 -0.0067
Si -0.0092 0.0092 0.0022
Si -0.01 0.0146 -0.0003
Si 0.0093 0.0164 -0.0036
Si -0.0024 0.01 0.0041
Si 0.0028 0.0119 0.0031
Si -0.0052 -0.0044 0.002
Si 0.0091 0.0203 -0.0004
Si -0.0018 0.0033 0.0019
Si 0.0084 0.0048 0.0012
Si 0.0007 0.0076 0.0018
Si -0.0013 -0.0079 0.0038
Si -0.001 0.0022 -0.0005
Si 0.0126 0.0056 -0.0002
Si 0.0177 0.0123 -0.0002
Si 0.012 0.001 0.0011
Si 0.0058 0.0252 -0.0015
Si 0.004 0.0269 -0.0011
Si 0.005 0.0012 -0.0007
Si 0.004 0.0152 -0.0025
Si 0.0167 0.0036 0.0022
Si 0.0207 -0.0096 0.0026
Si -0.0027 -0.007 0.0016
Si 0.0133 -0.0017 0.0008
Si -0.007 0.0027 0.0029
Si -0.0064 0.0025 -0.003
Si 0.0045 0.0232 0.0059
Si -0.0104 0.0102 -0.0011
Si 0.0069 0.0153 -0.0076
Si 0.0031 0.0166 0.0018
Si -0.0017 -0.0145 -0.0006
Si 0.0002 0.0041 0.001
Si -0.0243 -0.014 -0.0066
Si -0.0094 -0.0184 -0.0021
Si 0.0068 -0.0073 -0.003
Si -0.0144 -0.0234 -0.0076
Si 0.002 -0.0221 -0.0008
Si 0.0064 -0.01 -0.0014
Si 0.0132 0.0102 0.0039
Si -0.0116 -0.0114 0.0012
Si -0.0148 -0.0053 -0.0035
Si 0.0079 -0.0032 0.0002
Si 0.0067 -0.0033 0.0011
Si -0.0057 -0.0096 0.002
Si 0.0106 0 -0.0069
Si -0.0059 -0.0093 -0.001
Si -0.0145 -0.0092 0.0005
Si 0.0061 0.0089 0.0027
Si -0.0056 -0.0074 -0.0023
Si -0.0065 -0.0134 -0.0032
Si -0.0061 -0.0133 0.0026
Si -0.0195 -0.0232 -0.0029
Si -0.0175 -0.0167 -0.0009
Si -0.0045 0.0036 -0.0013
Si -0.0071 0.0124 -0.0025
Si -0.0235 -0.007 -0.0066
Si -0.0035 -0.0054 -0.0006
Si -0.0153 -0.0024 -0.0016
Si 0.0157 -0.0064 -0.003
Si -0.0124 -0.0119 0.0033
Si 0.0129 -0.0059 -0.0042
Si 0.0119 -0.0059 -0.0088
Si -0.0101 -0.0096 -0.0028
Si 0.0051 -0.0063 0.0026
Si -0.0111 -0.0189 -0.0004
Si -0.0007 -0.0013 0.0054
